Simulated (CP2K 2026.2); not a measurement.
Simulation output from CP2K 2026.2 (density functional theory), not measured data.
Periodic cell of 1874 atoms, Si1216O658, from a study of silicon, its oxide and their interface. The atomic structure is a simulated model.
Doubt: the forces sum to 4.72 eV/angstrom along one axis rather than to zero, so they err by at least 0.0025 eV/angstrom per atom on average; the grid cutoff is modest.

Settings
functional: PBE
method: Gaussian and plane waves
basis set: DZVP-MOLOPT-SR-GTH
pseudopotentials: GTH-PBE
grid cutoff: 300 Ry, relative cutoff 40 Ry
k points: Gamma only
occupations: fixed
spin: none
net charge: 0

Cell vectors (angstrom)
a	61.5484	0	0
b	0	15.3871	0
c	-5.3368	-0.492	34.3754

Atoms and the computed forces on them: element, x, y, z (angstrom), force x, y, z (eV/angstrom)
Si	-3.231	0.666	-2.912	-0.062	-0.047	0.082
Si	-4.15	3.481	-3.06	-0.148	-0.044	0.144
Si	-1.411	-7.514	-5.165	-0.073	0.072	0.083
Si	-3.603	7.495	-0.271	-0.069	-0.353	0.561
Si	-0.34	0.033	-3.083	0.021	0.038	0.093
Si	0.645	2.76	-3.551	-0.043	0.009	0.046
Si	-5.495	4.891	-7.164	-0.041	-0.055	0.046
Si	-2.168	-5.154	-3.266	0.047	-0.061	-0.045
Si	4.461	0.264	-2.038	-0.473	-0.069	0.555
Si	3.545	3.127	-2.583	-0.049	0.021	0.186
Si	3.148	-7.829	-2.614	0.043	0.058	-0.006
Si	3.105	-4.718	-3.026	-0.099	0.047	0.239
Si	7.577	-0.321	-2.086	0.261	0.298	0.594
Si	7.809	3.152	-6.581	-0.158	0.006	-0.078
Si	12.342	5.31	-5.045	0.097	-0.016	0.047
Si	8.112	-3.382	-2.804	-0.14	-0.05	0.25
Si	0.961	0.092	-0.329	0.667	0.053	0.242
Si	-0.628	4.458	-1.402	-0.039	0.063	0.105
Si	0.385	-8.61	-3.029	0.034	-0.12	0.154
Si	-0.893	-6.767	-1.048	-0.146	-0.059	0.059
Si	3.311	0.013	0.016	-0.069	-0.062	-0.087
Si	4.129	3.829	0.187	-0.113	-0.042	0.689
Si	4.246	-7.705	0.234	-0.089	-0.001	0.721
Si	4.031	-3.942	-0.096	-0.192	0.103	0.723
Si	8.432	0.076	0.033	0.026	0.057	-0.014
Si	7.271	4.053	0.033	0.183	-0.136	0.728
Si	7.354	-7.558	0.231	0.091	-0.085	0.676
Si	7.213	-3.866	0.012	0.154	0.189	0.697
Si	10.824	0.151	-0.201	-0.341	0.369	0.514
Si	11.889	3.876	-0.263	-0.142	0.025	0.792
Si	9.488	-7.638	-2.166	-0.008	0.039	0.192
Si	10.259	-5.095	-3.867	-0.117	-0.155	0.057
Si	0.094	2.336	1.613	-0.031	0.277	0.482
Si	0.077	4.804	1.459	-0.065	-0.092	0.656
Si	-0.043	-5.311	1.534	-0.015	-0.079	0.748
Si	0.031	-2.22	1.541	-0.002	0.172	0.704
Si	3.845	1.857	1.411	0.003	0.088	-0.038
Si	3.888	5.745	1.487	0.014	0.02	-0.039
Si	3.835	-5.739	1.424	0.045	-0.021	-0.082
Si	3.753	-1.96	1.231	0.04	-0.047	-0.038
Si	7.773	2.025	1.208	-0.044	0.021	-0.042
Si	7.632	5.853	1.47	0.002	-0.002	-0.017
Si	7.577	-5.638	1.505	-0.034	-0.022	-0.036
Si	7.725	-1.873	1.235	-0.05	-0.026	-0.011
Si	11.605	1.965	1.173	0.007	-0.003	-0.119
Si	11.561	5.756	1.183	0.027	0.028	-0.084
Si	11.453	-5.321	1.541	0.069	-0.139	0.789
Si	11.506	-2.263	1.498	-0.009	0.261	0.737
Si	-1.949	1.876	2.674	0.008	0.003	0.036
Si	-1.885	5.643	2.595	0.035	0.061	-0.014
Si	-1.976	-5.709	2.792	-0.014	-0.015	-0.015
Si	-1.953	-1.968	2.763	-0.026	-0.036	-0.043
Si	2.012	1.95	2.879	0.012	-0.04	0.05
Si	1.905	5.679	2.72	-0.038	0.017	-0.004
Si	1.911	-5.749	2.759	-0.027	-0.007	0.01
Si	1.983	-1.983	2.794	-0.016	0.013	0.007
Si	5.849	1.887	2.654	0.022	0	0.029
Si	5.767	5.783	2.879	-0.002	0	0.041
Si	5.693	-5.698	2.859	-0.006	0.014	0.051
Si	5.746	-1.858	2.588	-0.031	-0.034	-0.022
Si	9.681	2.066	2.605	0.026	-0.05	-0.002
Si	9.664	5.805	2.641	-0.031	0.057	0.001
Si	9.527	-5.648	2.814	0.031	-0.005	0.005
Si	9.546	-1.949	2.747	0.001	0.018	-0.021
Si	-1.94	-0.02	4.064	0.042	-0.006	-0.027
Si	-1.963	3.801	4.067	0.014	-0.005	-0.032
Si	-1.9	7.629	3.971	-0.019	0.005	-0.009
Si	-1.956	-3.834	4.194	0.023	0.002	0.047
Si	1.949	-0.034	4.116	-0.02	-0.012	-0.028
Si	2.007	3.862	4.205	-0.042	-0.007	-0.012
Si	1.868	7.658	4.036	-0.005	0.02	-0.016
Si	1.964	-3.869	4.174	-0.043	-0.007	-0.008
Si	5.788	0.001	4.05	0.002	-0.006	-0.005
Si	5.801	3.794	4.099	-0.015	0.027	-0.037
Si	5.742	7.733	4.173	-0.024	0.002	0.005
Si	5.739	-3.729	4.096	0.01	-0.013	-0.038
Si	9.623	0.078	3.976	0.025	-0.004	-0.039
Si	9.653	3.91	4.054	0.021	0.036	-0.013
Si	9.626	-7.659	4.036	0.006	-0.033	-0.006
Si	9.543	-3.782	4.21	0.033	0.002	-0.001
Si	-0.006	-0.017	5.426	0.014	0.005	0.046
Si	-0.007	3.83	5.421	-0.002	0.006	0.048
Si	-0.028	7.684	5.41	0.007	-0.004	0.033
Si	0.007	-3.843	5.484	-0.006	-0.012	0.01
Si	3.875	0.006	5.454	0.001	0.015	0.002
Si	3.916	3.844	5.522	0.025	-0.004	0.029
Si	3.787	7.693	5.454	-0.004	0.008	0.003
Si	3.866	-3.807	5.513	0.024	-0.011	0.024
Si	7.725	0.029	5.399	-0.016	-0.008	0.011
Si	7.73	3.861	5.428	-0.01	-0.017	0.048
Si	7.716	-7.671	5.449	0	0.011	-0.01
Si	7.624	-3.785	5.512	-0.021	0.011	0.029
Si	-3.871	0.017	5.407	-0.029	-0.024	0.01
Si	-3.848	3.857	5.452	-0.002	-0.024	0.048
Si	-3.83	7.682	5.37	0.017	0.021	-0.01
Si	-3.883	-3.825	5.515	0.01	-0.003	0.006
Si	0.022	1.899	12.243	-0.015	0.005	-0.008
Si	-0.017	5.803	12.254	0.012	-0.012	-0.011
Si	-0.003	-5.758	12.288	0.002	0.01	-0.018
Si	-0.009	-1.931	12.292	0.001	-0.006	-0.021
Si	3.865	1.954	12.272	-0.012	0.015	-0.009
Si	3.847	5.782	12.234	-0.013	-0.014	-0.023
Si	3.842	-5.76	12.241	0.019	0.009	-0.019
Si	3.836	-1.904	12.247	0.013	-0.013	-0.016
Si	7.715	1.959	12.256	-0.009	-0.005	-0.022
Si	7.692	5.784	12.232	0.003	-0.01	-0.018
Si	7.684	-5.76	12.224	0.011	0.025	-0.025
Si	7.684	-1.874	12.216	-0.012	-0.026	-0.034
Si	-3.789	1.932	12.193	0.005	0.004	-0.02
Si	-3.812	5.798	12.199	0.001	0.016	-0.033
Si	-3.82	-5.798	12.219	0.002	0.009	-0.021
Si	-3.82	-1.898	12.208	0.005	-0.019	-0.016
Si	-1.891	1.871	13.598	0.01	-0.004	0.039
Si	-1.94	5.84	13.629	-0.012	0.005	0.035
Si	-1.939	-5.781	13.65	-0.016	0.006	0.031
Si	-1.949	-1.942	13.648	-0.019	-0.002	-0.001
Si	1.932	1.912	13.624	0.029	-0.002	0.012
Si	1.92	5.782	13.587	-0.002	0.001	-0.007
Si	1.942	-5.762	13.635	-0.043	0.009	0.018
Si	1.932	-1.932	13.644	-0.023	0.02	0.009
Si	5.799	1.949	13.631	0.012	0.027	0.021
Si	5.768	5.807	13.591	-0.011	-0.01	0.042
Si	5.768	-5.768	13.593	0.007	-0.024	0.006
Si	5.767	-1.868	13.586	-0.001	0.012	0
Si	9.684	2.001	13.554	-0.003	0.037	0.016
Si	9.649	5.789	13.533	-0.022	-0.011	-0.002
Si	9.627	-5.766	13.533	-0.004	-0.015	0.025
Si	9.633	-1.828	13.513	0.007	-0.012	0.023
Si	-1.895	-0.036	15.03	0.002	0.021	-0.006
Si	-1.898	3.845	14.856	-0.006	-0.018	-0.066
Si	-1.939	-7.652	15.097	0.009	0.014	0.052
Si	-2.021	-3.867	15.025	-0.013	0.007	-0.042
Si	1.993	-0.01	15.012	0.009	-0.006	-0.008
Si	1.88	3.863	14.935	-0.019	0.004	-0.011
Si	1.927	-7.705	14.973	0.038	-0.01	-0.023
Si	1.931	-3.852	15.023	0.02	-0.012	0
Si	5.763	0.023	15.007	0.002	0.016	-0.011
Si	5.831	3.9	14.951	0.02	-0.022	-0.006
Si	5.722	-7.677	14.986	-0.03	0.005	-0.04
Si	5.789	-3.811	14.884	0.007	-0.017	-0.022
Si	9.654	0.094	14.884	-0.015	-0.048	0.009
Si	9.733	3.909	14.927	0.047	0.005	-0.015
Si	9.563	-7.7	14.88	0.007	0.064	-0.005
Si	9.654	-3.783	14.77	0	0.014	-0.023
Si	0.086	-0.043	16.374	-0.026	-0.004	0.001
Si	-0.075	3.891	16.29	0	0.008	0.033
Si	0.077	-7.722	16.411	-0.041	0.012	0.057
Si	-0.07	-3.914	16.324	0.002	0.003	0.061
Si	3.886	-0.024	16.467	0.023	-0.017	0.037
Si	3.836	3.83	16.205	-0.003	0.01	0.011
Si	3.81	-7.705	16.387	0.009	-0.008	0.044
Si	3.947	-3.819	16.307	0.023	0.011	0.033
Si	7.754	0.104	16.249	0.04	-0.052	-0.022
Si	7.829	3.975	16.26	-0.063	0.043	0.038
Si	7.666	-7.65	16.295	0.059	-0.001	0.023
Si	7.778	-3.745	16.106	0	-0.013	-0.02
Si	-3.938	0.038	16.229	0.035	-0.055	0.03
Si	-3.733	3.821	16.265	0.026	-0.007	0.049
Si	-4.001	-7.622	16.33	-0.022	0.032	0.066
Si	-4.03	-3.857	16.317	0.019	-0.026	0.098
Si	-0.039	1.964	17.618	0.022	-0.053	0.05
Si	-0.036	5.73	17.813	0.031	-0.09	-0.004
Si	0.103	-5.783	17.764	0.017	0.002	-0.02
Si	0.242	-2.039	17.676	0.487	0.086	-0.431
Si	3.809	2.005	17.703	-0.004	-0.036	0.054
Si	3.775	5.671	17.645	0.009	0.035	0.049
Si	3.934	-5.729	17.672	0.008	-0.039	0.073
Si	4.16	-2	17.81	0.056	0.082	-0.013
Si	7.714	2.059	17.585	-0.016	-0.027	0.053
Si	7.645	5.859	17.72	-0.379	-0.03	-0.454
Si	8.147	-5.636	17.416	0.295	-0.073	-0.382
Si	8.224	-1.867	17.45	0.04	0.013	-0.003
Si	-3.868	1.89	17.678	0.004	0.015	0.017
Si	-3.79	5.794	17.553	0.021	-0.008	-0.051
Si	-4.771	-5.722	17.601	-0.065	-0.006	-0.047
Si	-4.613	-1.859	17.433	-0.268	-0.101	-0.662
Si	-1.935	1.69	19.019	0.041	0.014	-0.785
Si	-2.002	6.427	18.982	0.041	0.026	-0.028
Si	-1.322	-6.667	19.453	0.068	-0.303	-0.775
Si	-1.266	-1.226	20.159	-0.015	0.05	-0.192
Si	1.823	2.554	18.906	0.152	0.315	-0.533
Si	2.613	-8.961	21.752	-0.005	-0.156	-0.275
Si	2.052	-5.109	18.973	0.019	0.249	-0.587
Si	2.166	-2.643	18.987	0.045	-0.073	-0.117
Si	5.775	2.728	18.776	-0.05	0.158	-0.615
Si	5.721	5.113	18.831	-0.057	-0.177	-0.615
Si	5.69	-5.771	19.222	-0.278	0.148	-0.562
Si	6.397	-1.715	18.911	-0.144	-0.208	-0.692
Si	-5.754	2.529	18.96	-0.034	0.344	-0.521
Si	-5.434	5.001	19.044	-0.232	-0.211	-0.495
Si	-4.119	-5.393	19.818	-0.256	-0.054	-0.748
Si	-3.942	-2.316	20.421	0.099	-0.117	-0.124
Si	5.678	-3.471	21.234	0.001	-0.031	-0.122
Si	-6.282	-8.647	24.143	0.011	0.04	0.052
Si	6.383	-4.451	24.05	-0.07	0.002	-0.043
Si	1.916	5.022	18.96	-0.068	-0.295	-0.746
Si	1.571	-1.895	21.142	0.038	-0.157	-0.566
Si	-6.947	3.763	23.949	-0.12	-0.156	-0.044
Si	6.168	0.705	20.783	0.024	0.04	-0.154
Si	1.249	-4.052	23.411	0.038	-0.015	-0.018
Si	5.998	3.64	-8.708	0.044	-0.135	-0.1
Si	0.976	-6.448	21.567	0.1	0.134	-0.291
Si	-1.742	3.389	21.602	0.113	-0.052	-0.058
Si	0.967	2.281	21.808	-0.108	-0.007	-0.109
Si	8.999	-3.462	-8.859	0.052	-0.024	-0.056
Si	9.005	1.239	21.696	-0.005	-0.026	-0.182
Si	-3.222	-9.462	20.955	0.18	0.095	-0.597
Si	-6.35	-3.114	24.866	0.087	0.017	-0.065
Si	9.226	-1	-7.079	-0.039	0.07	0.04
Si	0.224	-8.356	-7.374	-0.169	-0.025	0.02
Si	-1.18	-3.524	25.154	-0.036	0.039	-0.095
Si	7.264	-7.216	-7.632	0.077	-0.053	0.042
Si	2.249	-6.16	-7.206	0.009	0.109	-0.129
Si	-3.756	-4.959	24.563	-0.023	-0.042	-0.039
Si	6.469	-7.612	23.784	0.008	0.109	-0.146
Si	11.884	-1.144	-5.7	0.018	0.099	0.057
Si	-4.424	-7.002	22.255	0.134	-0.027	-0.032
Si	5.201	-0.187	24.985	0.005	0.04	-0.006
Si	-0.327	4.234	-6.062	-0.044	-0.009	0.025
Si	5.964	5.485	-6.589	0.026	-0.168	0.089
Si	-1.177	-2.589	-4.576	0.008	0.124	0.105
Si	2.801	3.933	23.602	-0.119	-0.133	-0.123
Si	1.483	-3.701	-5.463	0.155	0.158	0.125
Si	-3.366	0.014	24.998	0.078	0.061	0.004
Si	5.057	-5.342	-7.28	0.017	0.033	0.154
Si	9.773	-8.001	-8.611	0.145	0.078	0.061
Si	5.696	2.916	24.494	-0.018	-0.031	-0.027
Si	13.263	-0.263	-8.228	-0.017	-0.101	0.022
Si	5.598	-3.792	-4.618	-0.065	0.15	0.04
Si	4.072	-1.046	22.281	0.127	-0.04	-0.067
Si	8.166	5.069	-2.835	-0.114	-0.055	0.155
Si	-0.154	2.403	-8.448	0.005	-0.038	-0.023
Si	5.528	-8.308	20.991	-0.012	-0.145	-0.065
Si	-5.4	-1.076	22.866	0.047	0.071	-0.086
Si	4.653	-0.749	-4.793	0.04	-0.056	0.138
Si	2.919	-1.306	-7.131	-0.072	-0.092	0.054
Si	5.136	5.568	-3.788	0.036	-0.037	0.194
Si	7.499	0.565	-4.932	-0.002	-0.131	0.044
Si	-1.089	1.481	23.654	0.054	-0.068	-0.186
Si	9.543	-5.853	-6.782	0.014	0.021	0.036
Si	11.679	0.789	-3.223	0.037	-0.075	0.119
Si	10.691	3.643	-3.111	-0.038	0.005	0.14
Si	13.876	-7.478	-5.209	-0.051	0	0.058
Si	11.824	7.607	-0.239	-0.051	-0.448	0.502
Si	14.669	0.342	-3.266	-0.019	-0.005	0.109
Si	16.254	2.784	-3.625	-0.057	0.007	0.147
Si	10.372	4.623	-7.367	0.021	-0.011	0.042
Si	13.293	-5.081	-3.544	0.134	-0.03	-0.044
Si	20.249	0.428	-2.739	-0.135	0.074	0.061
Si	19.195	3.262	-2.85	0.06	0.019	0.138
Si	18.636	-7.668	-2.925	0.048	0.145	0.079
Si	18.612	-4.493	-3.112	-0.04	0.008	0.17
Si	23.29	-0.121	-2.332	0.069	0.042	0.631
Si	23.951	2.452	-4.056	-0.062	-0.152	0.106
Si	27.699	5.497	-5.159	0.088	-0.041	-0.011
Si	23.732	-3.131	-2.908	-0.242	0.153	0.204
Si	15.719	-0.044	-0.34	-0.054	-0.05	0.224
Si	14.84	4.47	-1.508	-0.048	0.058	0.06
Si	15.805	-8.446	-2.978	-0.02	-0.112	0.145
Si	14.529	-6.646	-1.078	-0.044	0.03	0.166
Si	18.892	-0.038	0.09	0.351	0.001	0.728
Si	19.622	3.83	0.073	-0.283	-0.018	0.751
Si	19.632	-7.715	0.068	-0.263	0.019	0.791
Si	19.444	-3.92	-0.137	-0.222	0.066	0.714
Si	23.74	0.037	-0.025	0.075	0.053	-0.054
Si	22.767	3.982	0.165	0.151	-0.141	0.747
Si	22.769	-7.626	0.156	0.163	0.013	0.781
Si	22.619	-3.761	-0.03	0.123	0.041	0.752
Si	26.17	0.14	-0.225	-0.351	0.33	0.498
Si	27.278	3.876	-0.238	-0.218	-0.038	0.756
Si	24.817	-7.926	-2.305	-0.07	-0.038	0.095
Si	25.641	-5.324	-3.845	-0.167	-0.097	0.141
Si	15.344	2.311	1.637	0.129	0.31	0.44
Si	15.434	4.785	1.403	-0.081	-0.115	0.675
Si	15.273	-4.947	1.468	0.086	0.259	0.666
Si	15.309	-2.449	1.583	0.153	-0.306	0.416
Si	19.268	1.903	1.361	-0.027	-0.008	-0.057
Si	19.26	5.747	1.359	0.014	0.005	-0.081
Si	19.181	-5.765	1.299	0.041	-0.013	-0.096
Si	19.18	-2.017	1.283	-0.018	0.017	-0.059
Si	23.182	1.945	1.267	-0.037	0.06	-0.03
Si	23.027	5.853	1.503	-0.001	0.002	0.003
Si	23.016	-5.646	1.351	-0.05	-0.025	-0.04
Si	23.082	-1.851	1.274	-0.042	-0.067	-0.006
Si	26.971	1.933	1.161	0.028	0.026	-0.076
Si	26.952	5.756	1.185	0.014	0.007	-0.064
Si	26.869	-5.383	1.452	0.016	-0.17	0.778
Si	26.879	-2.298	1.436	-0.009	0.245	0.742
Si	13.367	1.917	2.779	0.015	0.01	0.049
Si	13.493	5.665	2.558	0.052	0.052	0.012
Si	13.431	-5.658	2.779	0.021	-0.039	-0.043
Si	13.409	-1.994	2.852	-0.018	-0.02	-0.03
Si	17.364	1.933	2.764	0.013	-0.056	0.016
Si	17.282	5.665	2.633	-0.022	0.021	0.011
Si	17.227	-5.708	2.62	-0.045	-0.022	0.016
Si	17.314	-2.011	2.735	-0.036	0.024	0.003
Si	21.225	1.892	2.664	0.015	-0.006	0.015
Si	21.109	5.789	2.825	-0.023	0.01	0.031
Si	21.09	-5.72	2.713	-0.005	0.016	0.043
Si	21.13	-1.876	2.64	-0.01	-0.009	0
Si	25.089	2.012	2.635	0.027	-0.036	-0.012
Si	25.064	5.798	2.648	-0.033	0.04	0.019
Si	24.929	-5.681	2.726	0.034	-0.007	0.004
Si	24.943	-1.97	2.725	-0.008	-0.002	-0.027
Si	13.433	-0.015	4.098	0.03	-0.003	0.007
Si	13.387	3.865	4.094	0.019	-0.002	-0.017
Si	13.493	-7.732	3.934	-0.027	0.008	-0.029
Si	13.398	-3.85	4.259	0.03	0.002	0.036
Si	17.308	-0.038	4.041	-0.027	-0.004	-0.026
Si	17.366	3.842	4.122	-0.045	0.001	-0.017
Si	17.22	7.68	3.923	0.006	0.007	-0.047
Si	17.329	-3.888	4.124	-0.037	-0.011	-0.009
Si	21.148	0.004	4.055	-0.028	-0.01	0.003
Si	21.167	3.808	4.073	-0.003	0.033	-0.028
Si	21.109	7.748	4.095	-0.013	0.002	0.016
Si	21.135	-3.793	4.051	0.007	-0.006	-0.046
Si	25.025	0.035	3.986	0.035	0.002	-0.032
Si	25.037	3.887	4.042	0.019	0.034	-0.013
Si	25.016	-7.661	4.012	0.006	-0.021	-0.014
Si	24.94	-3.828	4.152	0.029	0.008	0.004
Si	15.388	-0.004	5.414	0.023	-0.01	0.048
Si	15.376	3.845	5.394	-0.008	0.003	0.036
Si	15.364	7.687	5.367	0.005	0.008	0.041
Si	15.397	-3.848	5.481	-0.011	-0.005	0.017
Si	19.218	-0.005	5.42	-0.006	0.023	0.007
Si	19.262	3.833	5.47	0.022	-0.021	0.032
Si	19.14	7.712	5.367	-0.017	-0.004	0.002
Si	19.241	-3.837	5.458	0.021	0.012	0.027
Si	23.101	0.01	5.377	0.004	-0.003	0.016
Si	23.1	3.856	5.398	0.001	-0.01	0.055
Si	23.08	-7.681	5.393	0.004	0.005	-0.006
Si	23.019	-3.83	5.463	-0.01	0.006	0.03
Si	11.502	0.018	5.425	-0.021	-0.004	0.008
Si	11.518	3.894	5.478	0.001	-0.023	0.053
Si	11.572	-7.681	5.365	0.031	0.011	0.006
Si	11.471	-3.822	5.552	-0.003	0	0.021
Si	15.384	1.895	12.267	-0.005	0	-0.003
Si	15.367	5.813	12.256	-0.003	-0.002	-0.011
Si	15.379	-5.744	12.32	0.001	0.009	-0.025
Si	15.367	-1.932	12.298	-0.013	-0.015	-0.025
Si	19.221	1.944	12.228	-0.009	0.033	-0.018
Si	19.225	5.78	12.208	-0.013	-0.013	-0.026
Si	19.217	-5.777	12.249	0.023	0.003	-0.017
Si	19.209	-1.919	12.228	0	-0.004	-0.021
Si	23.062	1.949	12.167	-0.019	-0.002	-0.033
Si	23.064	5.764	12.188	-0.003	-0.018	-0.013
Si	23.039	-5.795	12.17	0.009	0.041	-0.026
Si	23.048	-1.905	12.163	0	-0.017	-0.029
Si	11.607	1.95	12.228	0.003	-0.002	-0.014
Si	11.58	5.817	12.214	-0.003	0.012	-0.028
Si	11.581	-5.768	12.244	0.006	0.014	-0.02
Si	11.575	-1.877	12.217	0.023	-0.014	-0.022
Si	13.481	1.873	13.665	0.014	0.001	0.032
Si	13.453	5.855	13.645	0.015	0.002	0.025
Si	13.448	-5.739	13.707	-0.032	0	0.02
Si	13.434	-1.937	13.673	-0.01	-0.018	-0.002
Si	17.311	1.911	13.618	0.035	-0.01	0.007
Si	17.31	5.793	13.575	0.009	0	-0.003
Si	17.325	-5.745	13.668	-0.035	0.011	0.024
Si	17.31	-1.938	13.639	0	0.023	0.026
Si	21.161	1.933	13.558	0.019	-0.017	0.022
Si	21.148	5.79	13.56	-0.002	-0.004	0.051
Si	21.157	-5.833	13.585	-0.01	-0.015	0.015
Si	21.148	-1.897	13.551	0.006	0.011	0.013
Si	25.03	2	13.441	-0.017	0.034	-0.011
Si	25.024	5.762	13.488	0.004	0.007	-0.001
Si	24.981	-5.811	13.467	-0.001	-0.02	0.006
Si	24.986	-1.872	13.471	0.013	-0.006	-0.008
Si	13.469	-0.066	15.095	-0.02	0.021	0.035
Si	13.501	3.873	14.899	-0.024	-0.008	-0.063
Si	13.462	-7.637	15.115	-0.008	0.004	0.051
Si	13.328	-3.821	15.11	-0.033	0.002	-0.013
Si	17.364	-0.018	15.003	0.003	0.032	-0.005
Si	17.262	3.873	14.915	-0.015	0.011	-0.026
Si	17.359	-7.706	14.982	0.035	-0.007	-0.018
Si	17.28	-3.824	15.068	-0.004	-0.045	0.013
Si	21.133	0.019	14.941	-0.017	0.031	-0.021
Si	21.188	3.867	14.885	0.002	0.007	-0.009
Si	21.158	-7.739	15.019	-0.007	0.028	-0.044
Si	21.144	-3.858	14.832	-0.002	-0.023	-0.042
Si	24.985	0.108	14.758	-0.018	-0.05	-0.036
Si	25.099	3.867	14.857	0.004	0.003	-0.02
Si	24.931	-7.727	14.836	0.007	0.042	-0.015
Si	24.99	-3.85	14.714	-0.03	0.024	-0.041
Si	15.475	-0.024	16.399	-0.003	0.042	0.011
Si	15.346	3.925	16.313	0.007	0.025	0.042
Si	15.509	-7.7	16.411	-0.042	0.026	0.055
Si	15.278	-3.816	16.419	-0.009	-0.028	0.072
Si	19.279	-0.059	16.418	0.004	-0.05	0.025
Si	19.215	3.816	16.167	-0.015	-0.029	0.002
Si	19.247	-7.746	16.417	-0.022	-0.016	0.026
Si	19.336	-3.838	16.294	0.027	0.021	0.024
Si	23.123	0.099	16.162	0.037	-0.044	-0.027
Si	23.179	3.927	16.167	0.014	-0.021	0.002
Si	23.114	-7.773	16.351	0.012	0.026	0.025
Si	23.112	-3.853	16.062	0.038	-0.023	0.007
Si	11.454	-0.063	16.397	0.026	0.006	0.047
Si	11.668	3.866	16.309	0.008	-0.034	0.047
Si	11.386	-7.62	16.339	0.004	0.022	0.057
Si	11.299	-3.789	16.433	0.026	-0.012	0.057
Si	15.38	1.996	17.635	-0.025	-0.042	0.002
Si	15.484	5.76	17.84	0.042	-0.087	-0.027
Si	15.533	-5.744	17.746	0.046	-0.003	-0.04
Si	15.626	-1.937	17.807	0.042	0.094	0.003
Si	19.196	1.969	17.622	-0.045	-0.012	0.038
Si	19.275	5.608	17.666	0.018	0.051	0.09
Si	19.369	-5.742	17.673	0.015	-0.044	0.103
Si	19.605	-2.016	17.778	0.056	0.094	-0.005
Si	23.117	2.045	17.52	0	-0.054	0.049
Si	23.253	5.674	17.777	0.036	0.064	0.068
Si	23.52	-5.722	17.434	0.266	-0.05	-0.416
Si	23.58	-1.911	17.263	0.047	-0.003	-0.026
Si	11.593	1.896	17.66	0.046	0.008	0.001
Si	11.687	5.838	17.62	-0.029	-0.071	-0.042
Si	10.58	-5.74	17.592	-0.062	-0.053	-0.056
Si	10.682	-1.886	17.795	0.004	0.006	0.018
Si	13.503	1.669	19.042	0.056	0.194	-0.725
Si	13.522	6.467	18.978	0.093	0.046	-0.023
Si	14.12	-6.624	19.412	0.063	-0.277	-0.76
Si	14.362	-1.35	19.722	0.338	-0.144	-0.572
Si	17.262	2.495	18.914	0.162	0.281	-0.477
Si	17.989	-9.129	21.862	0.026	-0.167	-0.246
Si	17.491	-5.112	18.952	-0.019	0.244	-0.617
Si	17.617	-2.637	18.965	0.006	-0.077	-0.161
Si	21.16	2.577	18.73	0.008	-0.056	0.026
Si	21.246	4.963	18.826	-0.019	-0.149	-0.705
Si	21.07	-5.846	19.292	-0.252	0.183	-0.586
Si	21.875	-1.777	18.826	-0.215	-0.18	-0.679
Si	9.657	2.227	18.909	-0.038	-0.174	-0.744
Si	10.145	5.33	19.285	0.423	0.17	-0.542
Si	11.278	-5.458	19.785	-0.287	-0.068	-0.661
Si	11.489	-2.394	20.031	-0.254	0.23	-0.638
Si	21.145	-3.418	21.154	-0.009	-0.092	-0.121
Si	9.21	-8.826	24.052	0.001	-0.017	0.006
Si	21.932	-4.494	23.946	-0.147	0.016	-0.095
Si	17.416	4.947	19.005	-0.053	-0.204	-0.765
Si	16.994	-1.946	21.113	-0.064	-0.065	-0.538
Si	8.52	3.562	23.521	-0.016	-0.085	0.012
Si	21.369	0.951	20.345	-0.159	0.466	-0.472
Si	16.709	-4.125	23.347	0.002	0.026	-0.018
Si	21.85	3.136	-8.454	-0.014	-0.113	-0.108
Si	16.428	-6.508	21.512	0.118	0.165	-0.275
Si	13.797	3.389	21.679	0.073	-0.092	-0.115
Si	16.469	2.236	21.826	-0.128	-0.067	-0.079
Si	24.459	-3.609	-8.924	0.012	-0.024	-0.041
Si	24.075	1.417	21.669	0.017	0.039	-0.252
Si	12.463	-9.324	21.044	0.192	0.067	-0.628
Si	9.117	-3.116	24.725	0.057	0.036	-0.129
Si	24.797	-0.893	-7.41	0.042	0.008	0.017
Si	15.609	-8.397	-7.399	-0.098	0.064	-0.015
Si	14.322	-3.583	25.121	-0.056	0.02	0.023
Si	22.635	-7.336	-7.693	0.084	0.034	0.115
Si	17.514	-6.043	-7.121	0.007	0.166	-0.052
Si	11.68	-4.952	24.584	-0.003	-0.011	-0.006
Si	22.006	-7.61	23.614	0.016	0.014	-0.04
Si	27.345	-0.831	-5.732	-0.053	0.085	0.066
Si	11.112	-7.036	22.289	0.125	0.032	-0.044
Si	20.884	-0.07	24.698	-0.062	-0.03	-0.058
Si	15.135	4.21	-6.096	-0.075	-0.04	-0.01
Si	22.324	5.26	-6.545	0.03	-0.045	0.085
Si	14.218	-2.497	-4.648	0.01	0.017	0.083
Si	18.318	3.82	23.667	-0.169	-0.054	-0.076
Si	16.923	-3.536	-5.525	0.205	0.108	0.063
Si	12.151	-0.023	25.089	0.025	-0.011	0.043
Si	20.421	-5.337	-7.148	-0.045	0.126	0.171
Si	25.156	-7.672	-8.816	0.014	0.055	0.086
Si	21.013	3.043	24.757	-0.032	-0.023	0.076
Si	28.826	-0.165	-8.303	-0.083	-0.066	0.054
Si	21.162	-3.551	-4.71	-0.134	0.151	0.002
Si	19.526	-0.881	21.978	0.1	0.03	-0.022
Si	23.225	4.984	-2.609	0.042	0.016	0.069
Si	15.096	2.31	-8.559	0.123	-0.062	-0.022
Si	20.923	-8.477	21.007	-0.053	-0.063	-0.117
Si	10.448	-1.211	22.825	0.101	-0.091	-0.169
Si	20.114	-0.633	-5.454	-0.451	-0.139	-0.425
Si	18.612	-1.291	-7.107	0.198	0.294	0.534
Si	20.747	5.746	-3.823	-0.071	-0.063	0.094
Si	22.612	0.97	-6.48	-0.119	0.009	0.013
Si	14.472	1.585	23.83	0.058	-0.095	-0.135
Si	24.824	-5.823	-6.776	-0.067	-0.005	0.005
Si	27.532	0.708	-3	-0.079	-0.049	0.095
Si	26.696	3.511	-3.138	-0.136	-0.068	0.109
Si	29.419	-7.461	-5.232	-0.088	0.092	0.059
Si	27.188	7.515	-0.358	-0.066	-0.345	0.577
Si	30.45	0.084	-3.15	0.012	0.073	0.116
Si	31.569	2.815	-3.546	-0.013	-0.022	0.105
Si	25.332	5.016	-7.221	-0.09	-0.035	0.02
Si	28.729	-5.096	-3.357	0.051	-0.056	-0.024
Si	-25.943	0.456	-2.565	-0.023	0.136	0.165
Si	-27.016	3.264	-2.805	0.004	0.015	0.146
Si	-27.509	-7.715	-2.889	0.049	0.095	0.115
Si	-27.594	-4.548	-3.141	-0.03	0.01	0.269
Si	-22.869	-0.119	-2.221	0.188	0.042	0.63
Si	-22.137	2.417	-4.02	-0.05	-0.095	0.162
Si	-18.507	5.406	-5.124	0.102	0.001	-0.012
Si	-22.503	-3.116	-2.93	-0.173	0.113	0.276
Si	31.276	0.092	-0.303	-0.176	0.061	0.033
Si	30.262	4.478	-1.406	-0.046	0.054	0.075
Si	31.233	-8.57	-3.08	0.037	-0.12	0.211
Si	29.914	-6.765	-1.112	-0.148	-0.072	0.068
Si	-27.197	-0.019	0.289	0.523	-0.047	0.673
Si	-26.512	3.821	0.105	-0.235	-0.004	0.751
Si	-26.499	-7.734	0.1	-0.24	0.016	0.78
Si	-26.697	-3.949	-0.153	-0.225	0.083	0.734
Si	-22.352	0.023	0.058	0.052	0.05	-0.064
Si	-23.367	3.971	0.165	0.159	-0.135	0.742
Si	-23.363	-7.641	0.175	0.155	0.011	0.779
Si	-23.516	-3.786	-0.034	0.141	0.05	0.779
Si	-19.942	0.127	-0.153	-0.34	0.32	0.513
Si	-18.86	3.874	-0.167	-0.268	-0.08	0.793
Si	-21.308	-7.923	-2.283	-0.067	-0.027	0.092
Si	-20.537	-5.297	-3.86	-0.136	-0.139	0.175
Si	30.777	2.364	1.599	0.072	0.246	0.456
Si	30.855	4.83	1.463	-0.093	-0.124	0.681
Si	30.721	-5.327	1.507	0.008	-0.077	0.771
Si	30.692	-2.24	1.509	0.123	0.198	0.617
Si	-26.807	1.944	1.471	-0.019	-0.007	-0.038
Si	34.681	5.734	1.395	0.011	0.006	-0.086
Si	-26.944	-5.78	1.317	0.046	-0.012	-0.108
Si	-26.904	-2.07	1.324	-0.002	0.036	-0.054
Si	-22.929	1.951	1.304	-0.046	0.058	-0.032
Si	38.45	5.834	1.517	-0.007	0.008	-0.008
Si	-23.112	-5.659	1.367	-0.05	-0.03	-0.047
Si	-23.032	-1.889	1.3	-0.044	-0.064	-0.001
Si	-19.142	1.922	1.218	0.018	0.05	-0.082
Si	-19.193	5.748	1.229	0.031	0.045	-0.084
Si	-19.272	-5.404	1.489	0.017	-0.16	0.778
Si	-19.24	-2.321	1.476	-0.004	0.233	0.742
Si	28.787	1.89	2.719	0.021	0.001	0.049
Si	28.882	5.659	2.575	0.047	0.059	-0.011
Si	28.796	-5.719	2.776	-0.019	-0.011	-0.027
Si	28.777	-1.997	2.803	-0.028	-0.015	-0.03
Si	-28.775	1.944	2.785	0.017	-0.073	-0.002
Si	32.716	5.66	2.689	-0.021	0.024	-0.012
Si	-28.85	-5.757	2.701	-0.015	-0.007	-0.008
Si	-28.827	-1.989	2.705	-0.012	0.047	-0.027
Si	-24.853	1.904	2.741	0.014	-0.014	0.012
Si	36.537	5.772	2.852	-0.02	0.016	0.039
Si	-25.034	-5.728	2.731	-0.01	0.015	0.056
Si	-24.969	-1.915	2.685	-0.024	-0.004	-0.011
Si	-21.028	2.009	2.682	0.014	-0.055	-0.017
Si	-21.076	5.788	2.69	-0.033	0.031	0.021
Si	-21.211	-5.695	2.762	0.036	-0.008	-0.001
Si	-21.179	-1.993	2.763	-0.002	0.008	-0.033
Si	28.826	-0.03	4.071	0.048	-0.013	-0.002
Si	28.786	3.825	4.071	0.016	-0.001	-0.029
Si	28.874	7.628	3.96	-0.015	0.002	-0.011
Si	28.8	-3.866	4.204	0.028	-0.002	0.045
Si	-28.822	-0.041	4.045	-0.011	-0.007	0.005
Si	32.777	3.829	4.16	-0.043	0.013	-0.013
Si	32.664	7.651	3.99	-0.01	0.015	-0.009
Si	-28.822	-3.867	4.113	-0.039	-0.025	-0.014
Si	-24.97	-0.017	4.086	-0.032	-0.004	-0.006
Si	36.606	3.813	4.133	-0.008	0.037	-0.026
Si	36.531	7.735	4.118	-0.009	0.002	0.004
Si	-24.988	-3.82	4.094	0.015	-0.01	-0.04
Si	-21.11	0.02	4.019	0.029	0.004	-0.032
Si	-21.091	3.88	4.088	0.012	0.04	-0.005
Si	-21.126	7.714	4.052	0.002	-0.011	-0.014
Si	-21.193	-3.845	4.194	0.023	0.006	0.003
Si	-30.762	-0.029	5.394	0.02	0.002	0.045
Si	30.769	3.828	5.394	-0.009	-0.004	0.041
Si	30.765	7.67	5.375	0.004	0	0.035
Si	-30.76	-3.869	5.458	-0.014	-0.001	0.004
Si	-26.914	-0.017	5.433	-0.029	0.018	0.011
Si	34.68	3.818	5.501	0.03	-0.024	0.032
Si	34.576	7.687	5.414	-0.006	0.006	0.006
Si	-26.91	-3.842	5.464	0.023	0.005	0.011
Si	-23.028	-0.009	5.422	0.001	0	0.013
Si	-23.019	3.852	5.457	-0.009	-0.011	0.055
Si	-23.057	7.694	5.434	0	0.007	0.001
Si	-23.111	-3.85	5.512	-0.011	0.004	0.031
Si	26.906	-0.005	5.418	-0.021	-0.022	0
Si	26.911	3.86	5.454	-0.001	-0.014	0.051
Si	26.948	7.686	5.363	0.023	0.016	-0.007
Si	26.869	-3.848	5.501	0.005	-0.002	0.012
Si	-30.782	1.874	12.214	0.001	0.008	-0.013
Si	30.752	5.783	12.237	0.01	-0.005	-0.009
Si	-30.8	-5.788	12.279	0	0.008	-0.027
Si	-30.81	-1.96	12.276	-0.01	-0.016	-0.029
Si	-26.937	1.911	12.252	-0.007	0.034	-0.016
Si	34.609	5.747	12.23	-0.01	-0.01	-0.031
Si	-26.959	-5.795	12.261	0.019	0.001	-0.013
Si	-26.957	-1.945	12.256	0.004	0.002	-0.021
Si	-23.084	1.931	12.223	-0.022	0.005	-0.022
Si	-23.084	5.743	12.232	-0.006	-0.012	-0.017
Si	-23.11	-5.817	12.213	0.012	0.029	-0.027
Si	-23.106	-1.922	12.21	0.006	-0.017	-0.028
Si	26.98	1.921	12.165	0.002	0.005	-0.019
Si	26.956	5.786	12.174	0.002	0.011	-0.032
Si	26.949	-5.808	12.201	0.007	0.005	-0.016
Si	26.939	-1.914	12.185	0.007	-0.019	-0.011
Si	28.865	1.846	13.592	0.016	0.004	0.032
Si	28.827	5.82	13.607	-0.014	0.009	0.028
Si	28.819	-5.789	13.657	-0.022	0.013	0.019
Si	28.799	-1.963	13.643	-0.017	-0.01	-0.011
Si	-28.882	1.882	13.595	0.021	-0.018	-0.008
Si	32.681	5.754	13.585	0	0.006	-0.005
Si	-28.879	-5.801	13.649	-0.056	0.027	0.022
Si	-28.883	-1.98	13.635	-0.012	0.022	0.029
Si	-25.002	1.904	13.603	0.019	-0.003	0.028
Si	36.532	5.762	13.587	-0.011	-0.015	0.046
Si	-25.018	-5.834	13.597	0.009	-0.027	0.016
Si	-25.017	-1.91	13.59	0.001	0.026	0.005
Si	-21.112	1.986	13.504	0.009	0.025	0.001
Si	-21.123	5.742	13.539	-0.005	-0.005	-0.021
Si	-21.173	-5.831	13.527	0.004	0.002	0.008
Si	-21.169	-1.884	13.526	0.004	-0.002	-0.006
Si	28.834	-0.065	15.033	-0.01	0.01	0.02
Si	28.878	3.828	14.841	-0.003	-0.013	-0.064
Si	28.825	-7.677	15.08	0.009	0.004	0.053
Si	28.701	-3.873	15.047	-0.028	-0.01	-0.027
Si	-28.863	-0.044	14.973	0.002	0.027	-0.008
Si	-28.924	3.825	14.917	-0.028	0.008	-0.024
Si	-28.849	-7.746	14.995	0.044	-0.011	-0.01
Si	-28.955	-3.89	15.04	-0.017	-0.039	0.008
Si	-25.026	-0.004	15.005	-0.011	0.04	-0.028
Si	-24.976	3.842	14.931	0.011	-0.016	-0.01
Si	-25.055	-7.744	15.012	-0.021	0.009	-0.037
Si	-25.016	-3.871	14.87	0.003	-0.009	-0.035
Si	-21.169	0.093	14.823	-0.012	-0.048	-0.033
Si	-21.024	3.856	14.921	0.02	0.006	0.007
Si	-21.219	-7.756	14.892	0.01	0.043	0.017
Si	-21.174	-3.862	14.773	-0.015	0.019	-0.021
Si	30.808	-0.077	16.39	0.012	0.011	0.011
Si	30.691	3.861	16.297	0.008	0.013	0.045
Si	30.835	-7.768	16.416	-0.046	0.025	0.058
Si	30.601	-3.899	16.422	0.014	-0.024	0.058
Si	-26.968	-0.056	16.387	0.026	-0.053	0.025
Si	-26.98	3.775	16.189	0.024	-0.025	-0.006
Si	-26.961	-7.77	16.429	0.008	-0.025	0.031
Si	-26.903	-3.917	16.234	0.015	0.032	0.045
Si	-23.025	0.097	16.249	0	-0.05	0.002
Si	-22.963	3.896	16.205	-0.07	0.019	-0.014
Si	-23.103	-7.758	16.326	0.044	0.008	0.002
Si	-23.053	-3.843	16.133	0.026	0	0.018
Si	26.784	0.013	16.239	0.007	-0.049	0.055
Si	27.037	3.804	16.231	0.019	0.004	0.067
Si	26.748	-7.635	16.285	-0.014	0.032	0.068
Si	26.677	-3.859	16.331	0.011	-0.015	0.118
Si	30.704	1.936	17.63	-0.012	-0.042	0.013
Si	30.749	5.684	17.844	0.029	-0.09	0
Si	30.835	-5.831	17.77	0.047	0.006	-0.045
Si	30.923	-2.007	17.797	0.035	0.085	-0.007
Si	-27.012	1.933	17.656	-0.054	-0.036	0.036
Si	-27.032	5.577	17.673	0.013	0.048	0.076
Si	-26.823	-5.768	17.688	0.036	-0.056	0.097
Si	-26.814	-2.06	17.655	-0.491	0.105	-0.266
Si	-23.021	2.054	17.616	0.036	-0.044	-0.02
Si	-23.15	5.699	17.716	-0.413	0.043	-0.445
Si	-22.645	-5.744	17.452	0.272	-0.043	-0.423
Si	-22.477	-1.911	17.33	0.016	0.004	0.006
Si	26.906	1.888	17.664	0.01	-0.013	0.006
Si	26.969	5.787	17.505	0.026	-0.003	-0.061
Si	25.962	-5.763	17.579	-0.066	-0.012	-0.057
Si	26.002	-1.866	17.447	-0.193	-0.105	-0.679
Si	28.823	1.559	19.034	0.088	0.19	-0.756
Si	28.755	6.361	18.962	0.031	0.038	-0.023
Si	29.441	-6.752	19.465	0.084	-0.275	-0.79
Si	29.762	-1.423	19.769	0.341	-0.127	-0.582
Si	32.576	2.464	18.919	0.181	0.297	-0.495
Si	-28.205	-9.169	21.897	0.026	-0.181	-0.268
Si	32.813	-5.184	18.94	-0.057	0.292	-0.586
Si	32.893	-2.715	18.949	0.026	-0.119	-0.113
Si	-25.039	2.525	18.76	0.007	-0.035	0.038
Si	-25.084	4.925	18.819	-0.071	-0.185	-0.644
Si	-25.1	-5.851	19.305	-0.261	0.205	-0.579
Si	-23.914	-1.731	19.102	0.361	-0.073	-0.453
Si	24.998	2.572	18.869	-0.034	0.303	-0.609
Si	25.308	5.012	18.972	-0.262	-0.185	-0.504
Si	26.625	-5.505	19.797	-0.239	-0.063	-0.74
Si	27.009	-2.477	20.277	0.029	-0.095	-0.151
Si	-24.9	-3.42	21.213	0.012	-0.104	-0.162
Si	24.574	-8.879	24.087	0.013	0.041	0.031
Si	-24.261	-4.586	24.038	-0.096	0.014	-0.102
Si	32.681	4.919	19.032	-0.09	-0.203	-0.759
Si	32.424	-1.959	21.108	-0.046	-0.088	-0.599
Si	24.004	3.588	23.965	-0.147	-0.124	-0.118
Si	-24.681	0.991	20.452	-0.197	0.366	-0.455
Si	32.094	-4.126	23.341	0.084	-0.016	-0.079
Si	-24.361	3.032	-8.42	0.028	-0.059	-0.122
Si	31.785	-6.555	21.53	0.121	0.148	-0.306
Si	29.056	3.283	21.691	0.109	-0.053	-0.123
Si	31.759	2.216	21.822	-0.103	-0.022	-0.098
Si	-21.743	-3.695	-8.864	0.035	-0.029	-0.074
Si	-22.062	1.42	21.786	0.022	0.029	-0.234
Si	27.526	-9.551	20.918	0.183	0.107	-0.63
Si	24.546	-3.103	24.797	0.099	-0.004	-0.083
Si	-21.358	-0.973	-7.317	0.117	0.004	-0.011
Si	31.073	-8.407	-7.411	-0.171	0.01	0.014
Si	29.693	-3.686	25.04	-0.078	-0.037	-0.058
Si	-23.484	-7.441	-7.681	0.163	-0.026	0.132
Si	-28.563	-6.141	-7.159	0.036	0.083	-0.113
Si	27.051	-5.046	24.542	-0.067	-0.027	-0.099
Si	-24.13	-7.693	23.632	0.048	0.015	-0.068
Si	-18.815	-0.886	-5.617	-0.031	0.079	0.074
Si	26.317	-7.107	22.245	0.146	-0.017	-0.064
Si	-25.291	-0.15	24.751	-0.03	-0.049	-0.078
Si	30.478	4.266	-6.012	-0.044	0	0.065
Si	-23.883	5.182	-6.548	0.051	-0.044	0.103
Si	29.642	-2.508	-4.634	-0.044	0.138	0.116
Si	-27.909	3.755	23.677	-0.123	-0.037	-0.053
Si	32.212	-3.713	-5.543	0.167	0.139	0.15
Si	27.436	0.04	25.023	0.156	0.005	0.014
Si	-25.673	-5.358	-7.224	-0.016	0.141	0.201
Si	-20.959	-7.766	-8.789	0.039	0.056	0.073
Si	-25.197	2.961	24.749	0.022	0.002	0.074
Si	-17.353	-0.213	-8.207	-0.062	-0.075	0.012
Si	-25.076	-3.521	-4.777	-0.057	0.073	0.075
Si	-26.559	-0.917	21.997	0.122	0.024	-0.032
Si	-22.887	4.97	-2.616	0.056	0.021	0.093
Si	30.707	2.378	-8.319	-0.017	-0.073	-0.02
Si	-25.266	-8.503	21.027	-0.029	-0.016	-0.099
Si	25.591	-1.113	22.723	-0.009	-0.03	-0.134
Si	-26.003	-0.535	-5.285	0.128	-0.036	0.093
Si	-27.857	-1.464	-7.334	-0.127	-0.09	0.091
Si	-25.407	5.716	-3.801	-0.047	-0.076	0.104
Si	-23.489	0.936	-6.388	-0.049	0.046	-0.021
Si	29.805	1.485	23.842	0.101	-0.017	-0.184
Si	-21.327	-5.919	-6.768	-0.031	-0.013	0.023
Si	-18.54	0.664	-2.883	-0.067	-0.059	0.097
Si	-19.384	3.445	-3.05	-0.11	-0.047	0.103
Si	-16.835	-7.606	-5.055	-0.016	0.129	0.096
Si	-18.943	7.498	-0.328	-0.049	-0.371	0.573
Si	-15.651	0.045	-3.008	0.037	0.026	0.117
Si	-14.623	2.837	-3.308	0.01	0.021	0.09
Si	-20.856	4.898	-7.191	-0.061	-0.005	-0.009
Si	-17.446	-5.095	-3.266	0.068	-0.089	-0.019
Si	-10.543	0.41	-2.602	-0.067	0.109	0.184
Si	-11.563	3.262	-2.81	0.038	0.017	0.138
Si	-12.083	-7.639	-2.936	0.07	0.087	0.177
Si	-12.192	-4.451	-3.126	-0.045	-0.017	0.27
Si	-7.465	-0.217	-2.268	0.091	0.067	0.654
Si	-6.891	2.429	-3.876	-0.016	-0.084	0.141
Si	-3.103	5.382	-5.131	0.099	-0.043	-0.01
Si	-7.13	-3.229	-2.906	-0.114	0.116	0.245
Si	-14.422	0.04	-0.248	0.694	0.11	0.377
Si	-15.77	4.453	-0.98	0.185	0.082	0.654
Si	-14.909	-8.523	-2.901	0.056	0.017	0.112
Si	-16.273	-6.699	-1.066	-0.106	-0.063	0.057
Si	-12.069	0.038	0.173	-0.447	0.001	0.513
Si	-10.814	3.872	0.122	0.383	-0.111	0.549
Si	-11.125	-7.697	0.068	-0.274	0.001	0.78
Si	-11.383	-3.882	-0.117	-0.252	0.091	0.717
Si	-7.023	0.043	0.02	0.063	0.053	-0.04
Si	-8.324	4.003	0.054	-0.105	-0.021	-0.036
Si	-8.019	-7.565	0.236	0.127	-0.143	0.769
Si	-8.193	-3.776	-0.002	0.157	0.114	0.786
Si	-4.613	0.127	-0.172	-0.341	0.352	0.517
Si	-3.586	3.876	-0.181	-0.243	-0.062	0.772
Si	-6.005	-8.026	-2.14	-0.128	-0.107	0.027
Si	-5.208	-5.526	-3.82	-0.178	-0.124	0.13
Si	-15.278	2.309	1.639	-0.016	0.325	0.459
Si	-15.295	4.746	1.325	-0.062	-0.05	0.026
Si	-15.424	-5.348	1.564	-0.007	-0.116	0.748
Si	-15.346	-2.268	1.599	-0.006	0.181	0.691
Si	-11.454	1.957	1.389	-0.005	0.024	-0.018
Si	-11.419	5.752	1.377	0.023	0.046	-0.064
Si	-11.599	-5.756	1.319	0.053	-0.018	-0.089
Si	-11.632	-1.964	1.316	0.045	-0.002	-0.022
Si	-7.643	2.012	1.205	-0.02	0.047	0.01
Si	-7.784	5.815	1.455	0.017	0.066	-0.047
Si	-7.785	-5.611	1.444	-0.04	-0.014	-0.022
Si	-7.687	-1.857	1.294	-0.049	-0.067	-0.004
Si	-3.823	1.928	1.193	0.037	0.028	-0.057
Si	-3.85	5.741	1.26	0.026	0.016	-0.07
Si	-3.923	-5.384	1.495	0.04	-0.159	0.76
Si	-3.893	-2.305	1.47	0.021	0.236	0.755
Si	-17.305	1.853	2.724	0.042	-0.003	0.056
Si	-17.225	5.594	2.556	0.005	0.056	0.049
Si	-17.352	-5.747	2.815	-0.012	-0.001	-0.012
Si	-17.327	-2	2.804	-0.014	-0.034	-0.042
Si	-13.321	1.959	2.848	-0.002	-0.046	0.037
Si	-13.438	5.615	2.582	-0.011	0.036	0.013
Si	-13.46	-5.786	2.751	-0.02	0.007	-0.007
Si	-13.403	-2.017	2.855	-0.026	0.039	-0.009
Si	-9.517	1.883	2.701	0.011	0	-0.036
Si	-9.626	5.817	2.88	0.008	-0.007	-0.001
Si	-9.711	-5.701	2.768	-0.023	0.008	0.046
Si	-9.648	-1.865	2.652	-0.035	-0.024	-0.029
Si	-5.733	2.049	2.618	0.021	-0.079	-0.023
Si	-5.765	5.789	2.66	-0.021	0.038	0.005
Si	-5.854	-5.668	2.781	0.046	-0.007	0.004
Si	-5.832	-1.97	2.757	-0.01	0.011	-0.04
Si	-17.305	-0.049	4.1	0.05	-0.005	-0.007
Si	-17.339	3.791	4.08	0.013	0.023	-0.044
Si	-17.261	7.578	3.967	0.021	0.006	-0.054
Si	-17.332	-3.873	4.22	0.018	-0.001	0.049
Si	-13.413	-0.028	4.111	-0.021	-0.028	0.003
Si	-13.376	3.864	4.168	-0.021	0.019	-0.015
Si	-13.502	7.59	3.973	-0.013	0.011	-0.039
Si	-13.413	-3.92	4.197	-0.038	-0.013	0.009
Si	-9.604	-0.001	4.092	-0.018	-0.031	0.014
Si	-9.588	3.814	4.101	-0.018	0.042	-0.043
Si	-9.648	7.764	4.152	-0.023	0.026	0.008
Si	-9.652	-3.772	4.089	0.021	-0.003	-0.04
Si	-5.771	0.059	3.983	0.025	0.002	-0.039
Si	-5.748	3.892	4.067	0.027	0.027	-0.017
Si	-5.783	7.72	4.034	0	-0.008	0.004
Si	-5.83	-3.813	4.199	0.02	0.01	0.011
Si	-15.363	-0.028	5.443	0.012	-0.002	0.038
Si	-15.375	3.823	5.42	-0.012	0.003	0.018
Si	-15.383	7.642	5.393	0.019	0.017	0.04
Si	-15.368	-3.881	5.507	-0.01	-0.004	0.012
Si	-11.514	-0.007	5.483	-0.02	0.026	-0.001
Si	-11.482	3.841	5.514	0.03	-0.034	0.028
Si	-11.605	7.672	5.43	-0.015	-0.004	0
Si	-11.512	-3.843	5.529	0.021	0.002	0.016
Si	-7.662	0.01	5.417	-0.001	-0.002	0.015
Si	-7.669	3.857	5.439	0.001	-0.003	0.057
Si	-7.688	7.719	5.447	0.007	-0.005	0.002
Si	-7.758	-3.82	5.499	-0.023	0.002	0.022
Si	-19.228	-0.019	5.45	-0.017	-0.02	0.011
Si	-19.207	3.844	5.482	-0.009	-0.038	0.047
Si	-19.183	7.66	5.388	0.006	-0.006	-0.014
Si	-19.258	-3.859	5.534	0.009	-0.001	0.008
Si	-15.367	1.883	12.282	-0.007	0.011	-0.013
Si	-15.392	5.781	12.307	0.004	-0.006	-0.015
Si	-15.397	-5.797	12.33	-0.007	0	-0.031
Si	-15.414	-1.956	12.321	-0.017	-0.016	-0.026
Si	-11.541	1.924	12.3	-0.009	0.035	-0.014
Si	-11.541	5.76	12.274	-0.014	-0.012	-0.032
Si	-11.546	-5.792	12.306	0.031	0.003	-0.012
Si	-11.564	-1.935	12.281	0.005	0.001	-0.026
Si	-7.711	1.955	12.229	-0.016	0.001	-0.029
Si	-7.704	5.759	12.242	-0.003	-0.014	-0.009
Si	-7.718	-5.796	12.209	0.018	0.043	-0.031
Si	-7.713	-1.904	12.198	-0.005	-0.017	-0.029
Si	-19.153	1.921	12.236	-0.004	-0.002	-0.016
Si	-19.18	5.77	12.241	0.007	0.014	-0.028
Si	-19.201	-5.817	12.259	0.013	0.005	-0.016
Si	-19.213	-1.922	12.237	0.012	-0.016	-0.014
Si	-17.259	1.864	13.669	0.014	0.009	0.032
Si	-17.31	5.806	13.69	-0.017	0.001	0.018
Si	-17.326	-5.803	13.71	-0.007	0.018	0.016
Si	-17.353	-1.967	13.691	-0.006	-0.021	-0.015
Si	-13.467	1.904	13.673	0.016	-0.031	0.003
Si	-13.456	5.76	13.649	0.002	0.017	0.002
Si	-13.467	-5.8	13.691	-0.054	0.029	0.032
Si	-13.482	-1.96	13.673	-0.008	0.019	0.033
Si	-9.606	1.927	13.647	0.032	-0.019	0.025
Si	-9.619	5.769	13.63	0.003	-0.004	0.049
Si	-9.591	-5.831	13.637	0	-0.019	0.017
Si	-9.612	-1.904	13.592	0.002	0.01	-0.003
Si	-5.733	2.006	13.483	-0.001	0.031	-0.02
Si	-5.736	5.771	13.526	0.011	0.004	-0.001
Si	-5.777	-5.801	13.504	-0.001	-0.014	0.005
Si	-5.77	-1.859	13.499	0.002	-0.009	-0.013
Si	-17.302	-0.065	15.078	-0.009	0.023	0.03
Si	-17.221	3.831	14.964	0.001	0.014	-0.051
Si	-17.322	-7.684	15.151	0.003	-0.014	0.051
Si	-17.445	-3.884	15.09	-0.03	-0.017	-0.018
Si	-13.449	-0.034	15.037	0.005	0.015	-0.006
Si	-13.496	3.848	15.013	-0.025	0.001	-0.012
Si	-13.407	-7.736	15.054	0.045	-0.01	-0.013
Si	-13.558	-3.876	15.062	-0.024	-0.045	-0.005
Si	-9.608	-0.01	15.01	-0.029	0.04	-0.022
Si	-9.607	3.86	14.996	0.003	0.011	0.008
Si	-9.589	-7.743	15.067	0.005	0.028	-0.044
Si	-9.602	-3.852	14.887	0.006	-0.018	-0.05
Si	-5.774	0.112	14.796	-0.02	-0.043	-0.031
Si	-5.667	3.877	14.892	0.009	-0.001	-0.013
Si	-5.813	-7.718	14.872	0.003	0.053	-0.015
Si	-5.759	-3.832	14.742	-0.016	0.016	-0.026
Si	-15.339	-0.075	16.446	0.015	0.016	-0.005
Si	-15.39	3.89	16.441	0.012	0.021	0.027
Si	-15.283	-7.746	16.461	-0.037	0.044	0.022
Si	-15.54	-3.881	16.457	0.011	-0.024	0.051
Si	-11.522	-0.05	16.42	0.011	-0.039	-0.001
Si	-11.58	3.815	16.332	0.011	-0.024	-0.018
Si	-11.49	-7.747	16.474	-0.039	-0.014	0.003
Si	-11.505	-3.895	16.234	0.023	0.03	0.034
Si	-7.608	0.081	16.246	0.017	-0.066	-0.001
Si	-7.575	3.916	16.219	0.012	-0.013	-0.005
Si	-7.622	-7.78	16.389	-0.012	0.022	0.04
Si	-7.62	-3.823	16.123	0.022	-0.015	0.032
Si	-19.346	0.005	16.286	0.014	-0.032	0.044
Si	-19.086	3.799	16.321	-0.02	-0.017	0.047
Si	-19.407	-7.671	16.37	-0.014	0.051	0.06
Si	-19.467	-3.893	16.376	0.019	-0.015	0.075
Si	-15.43	1.919	17.717	-0.032	-0.077	0.027
Si	-15.264	5.769	17.957	-0.015	-0.079	0.016
Si	-15.29	-5.805	17.798	0.044	0.004	-0.032
Si	-15.243	-2.004	17.859	0.029	0.09	0.001
Si	-11.567	1.905	17.732	-0.006	-0.051	0.042
Si	-11.463	5.658	17.801	0.058	0.023	0.057
Si	-11.393	-5.725	17.696	0.042	-0.046	0.121
Si	-11.4	-2.064	17.672	-0.488	0.147	-0.231
Si	-7.629	2.043	17.585	0.007	-0.038	0.019
Si	-7.476	5.661	17.821	0.071	0.062	0.03
Si	-7.202	-5.717	17.444	0.251	-0.068	-0.432
Si	-7.015	-1.912	17.343	0.05	0.002	0.007
Si	-19.247	1.863	17.734	0.033	-0.035	0.004
Si	-19.1	5.77	17.622	0.026	-0.034	-0.024
Si	-20.213	-5.788	17.634	-0.057	-0.027	-0.053
Si	-20.095	-1.889	17.475	-0.165	-0.09	-0.653
Si	-17.323	1.543	19.095	0.025	0.172	-0.721
Si	-17.288	6.387	19.035	0.052	0.062	-0.042
Si	-16.69	-6.699	19.496	0.1	-0.311	-0.792
Si	-16.423	-1.452	19.846	0.306	-0.102	-0.591
Si	-13.54	2.159	19.063	0.16	-0.241	-0.706
Si	-12.826	-9.222	21.56	-0.07	-0.378	-0.736
Si	-13.306	-5.171	18.957	-0.065	0.293	-0.578
Si	-13.249	-2.706	18.982	0.008	-0.136	-0.135
Si	-9.582	2.557	18.81	0.036	-0.004	0
Si	-9.46	4.975	18.909	-0.061	-0.184	-0.61
Si	-9.655	-5.8	19.294	-0.261	0.231	-0.579
Si	-8.493	-1.762	19.083	0.372	-0.087	-0.417
Si	-21.118	2.555	18.995	-0.005	0.389	-0.539
Si	-20.647	4.972	19.199	0.231	-0.526	-0.421
Si	-19.547	-5.539	19.858	-0.308	-0.043	-0.686
Si	-19.192	-2.51	20.35	0	-0.106	-0.114
Si	-9.494	-3.389	21.221	-0.004	-0.124	-0.166
Si	-21.534	-8.968	24.183	0.048	0.043	0.015
Si	-9.045	-4.355	24.138	-0.047	-0.023	-0.096
Si	-13.29	5.333	19.319	0.038	0.504	-0.076
Si	-13.745	-2.014	21.153	-0.049	-0.119	-0.57
Si	-22.158	3.505	24.094	-0.127	-0.145	-0.136
Si	-9.294	0.949	20.435	-0.182	0.415	-0.455
Si	-14.049	-4.175	23.392	0.056	0.005	-0.061
Si	-9.023	3.112	-8.461	0.055	-0.049	-0.124
Si	-14.327	-6.57	21.533	0.124	0.144	-0.231
Si	-16.995	3.216	21.734	0.062	-0.072	-0.089
Si	-14.375	1.915	21.872	-0.095	-0.024	-0.085
Si	-6.442	-3.502	-8.718	0.051	-0.08	-0.132
Si	-6.706	1.577	21.806	0.032	-0.091	-0.307
Si	-18.392	-9.56	21.047	0.158	0.13	-0.618
Si	-21.666	-3.16	24.872	0.092	0.003	-0.105
Si	-6.064	-0.871	-7.238	0.101	0.012	-0.039
Si	-15.064	-8.476	-7.256	-0.175	-0.022	0.036
Si	-16.511	-3.694	25.043	-0.052	-0.026	-0.065
Si	-8.118	-7.399	-7.657	0.136	-0.037	0.104
Si	-13.189	-6.17	-7.1	0.017	0.079	-0.119
Si	-19.147	-5.08	24.605	-0.063	-0.016	-0.051
Si	-8.939	-7.486	23.683	0.098	0.036	-0.135
Si	-3.416	-0.859	-5.684	-0.028	0.088	0.098
Si	-19.762	-7.178	22.319	0.129	-0.037	-0.078
Si	-9.944	-0.155	24.728	-0.039	-0.004	-0.073
Si	-15.672	4.234	-5.836	-0.039	-0.028	0.067
Si	-8.502	5.196	-6.505	0.039	-0.051	0.057
Si	-16.475	-2.515	-4.58	-0.047	0.132	0.127
Si	-12.596	3.659	23.522	-0.173	0.009	-0.06
Si	-13.947	-3.72	-5.545	0.167	0.132	0.114
Si	-18.826	0.013	25.058	0.119	0.002	-0.005
Si	-10.321	-5.344	-7.186	-0.015	0.102	0.174
Si	-5.634	-7.822	-8.807	0.021	0.119	0.102
Si	-9.893	2.968	24.764	-0.014	-0.032	0.09
Si	-1.998	-0.173	-8.242	-0.027	-0.049	0.067
Si	-9.689	-3.453	-4.786	-0.102	0.075	0.034
Si	-11.189	-0.918	21.947	0.124	0.026	-0.053
Si	-7.795	4.822	-2.12	0.091	-0.089	0.673
Si	-15.478	2.35	-8.142	-0.008	-0.048	-0.006
Si	-9.832	-8.406	21.012	-0.064	-0.087	-0.095
Si	-20.676	-1.153	22.774	-0.009	-0.016	-0.123
Si	-10.648	-0.518	-5.351	0.138	-0.034	0.096
Si	-12.513	-1.496	-7.365	-0.119	-0.098	0.07
Si	-10.066	5.678	-3.797	-0.052	-0.068	0.096
Si	-8.173	1.134	-6.338	-0.051	0.026	-0.121
Si	-16.398	1.385	23.896	0.089	-0.001	-0.139
Si	-5.882	-5.931	-6.776	-0.028	0	0.006
Si	0.003	-1.914	6.821	-0.006	0.007	-0.01
Si	0.007	1.912	6.783	-0.001	0.014	-0.014
Si	-0.003	5.763	6.773	-0.01	-0.004	-0.013
Si	-0.004	-5.785	6.795	0	0.007	0.003
Si	3.855	-1.888	6.851	-0.009	-0.002	-0.018
Si	3.86	1.912	6.839	-0.006	-0.002	-0.016
Si	3.861	5.788	6.835	-0.015	0.003	-0.02
Si	3.839	-5.766	6.817	-0.007	-0.003	-0.012
Si	7.695	-1.856	6.832	0.034	-0.01	-0.01
Si	7.717	1.938	6.789	0.006	0.014	-0.018
Si	7.706	-9.6	6.8	0.002	-0.012	-0.015
Si	7.681	-5.748	6.815	0.015	-0.004	-0.008
Si	-3.868	-1.884	6.821	-0.007	-0.016	-0.003
Si	-3.852	1.924	6.793	0.006	0.014	-0.022
Si	-3.843	5.79	6.785	0.008	-0.006	-0.023
Si	-3.847	-5.794	6.789	0.007	0.004	-0.013
Si	15.394	-1.909	6.806	-0.011	0.003	0
Si	15.389	1.928	6.764	-0.009	0.012	-0.011
Si	15.384	5.775	6.749	-0.018	-0.001	-0.018
Si	15.381	-5.794	6.78	-0.003	0.007	0.002
Si	19.219	-1.912	6.802	-0.007	0.006	-0.017
Si	19.214	1.907	6.802	-0.005	-0.016	-0.014
Si	19.209	5.797	6.763	-0.008	0.02	-0.031
Si	19.202	-5.78	6.779	-0.02	-0.01	-0.026
Si	23.069	-1.893	6.786	0.023	-0.012	-0.007
Si	23.088	1.926	6.756	0.003	0.012	-0.018
Si	23.074	-9.603	6.757	0.006	-0.015	-0.01
Si	23.06	-5.776	6.782	0.013	0.002	-0.007
Si	11.512	-1.874	6.842	-0.002	-0.016	-0.003
Si	11.532	1.94	6.795	0.002	0.017	-0.021
Si	11.542	-9.563	6.801	-0.005	-0.006	-0.026
Si	11.53	-5.79	6.808	0.007	-0.002	-0.015
Si	-30.762	-1.934	6.789	-0.006	0.015	-0.006
Si	30.783	1.901	6.754	-0.005	0.003	-0.015
Si	30.779	5.754	6.75	-0.022	0.001	-0.021
Si	30.778	-5.806	6.774	-0.006	0.004	0.003
Si	-26.919	-1.925	6.816	-0.004	0.008	-0.014
Si	34.629	1.888	6.823	-0.004	-0.019	-0.01
Si	34.632	5.774	6.8	-0.014	0.016	-0.027
Si	34.609	-5.786	6.795	-0.015	-0.006	-0.02
Si	-23.066	-1.909	6.832	0.022	-0.015	-0.007
Si	-23.046	1.909	6.8	0.004	0.011	-0.017
Si	-23.057	5.777	6.81	0.008	-0.013	-0.011
Si	-23.077	-5.794	6.829	0.018	0.001	-0.005
Si	26.903	-1.909	6.81	-0.002	-0.022	0.001
Si	26.918	1.916	6.78	0.01	0.022	-0.013
Si	26.922	5.793	6.774	0.002	-0.009	-0.014
Si	26.921	-5.804	6.783	0.002	0.005	-0.004
Si	-15.364	-1.939	6.834	0.004	0.004	-0.015
Si	-15.367	1.904	6.795	-0.002	0.019	-0.023
Si	-15.374	5.742	6.787	-0.016	0.003	-0.025
Si	-15.376	-5.83	6.805	0.004	0.011	-0.007
Si	-11.538	-1.916	6.861	-0.007	-0.004	-0.008
Si	-11.537	1.91	6.846	-0.005	0.001	-0.011
Si	-11.53	5.779	6.831	-0.002	0.006	-0.027
Si	-11.557	-5.802	6.826	-0.019	-0.001	-0.014
Si	-7.701	-1.889	6.828	0.022	-0.008	-0.005
Si	-7.681	1.928	6.795	-0.006	0.001	-0.014
Si	-7.694	5.784	6.799	-0.003	-0.002	-0.012
Si	-7.71	-5.762	6.826	0.012	-0.006	-0.002
Si	-19.235	-1.922	6.85	-0.009	-0.011	0.001
Si	-19.219	1.904	6.816	-0.003	0.024	-0.016
Si	-19.213	5.775	6.81	0.007	-0.019	-0.018
Si	-19.212	-5.823	6.811	0.021	0.01	-0.017
Si	1.921	-1.903	8.19	0.006	0.005	0.019
Si	1.916	1.924	8.173	-0.018	0.005	0.024
Si	1.913	5.77	8.161	-0.009	-0.02	0.019
Si	1.913	-5.763	8.17	-0.011	0.018	0.011
Si	5.777	-1.876	8.196	-0.012	-0.007	0.013
Si	5.793	1.935	8.164	-0.016	0.014	0.01
Si	5.787	-9.589	8.172	-0.001	-0.005	0.019
Si	5.763	-5.772	8.175	-0.004	-0.001	0.008
Si	9.607	-1.888	8.205	-0.001	-0.007	0.024
Si	9.626	1.946	8.169	0	-0.015	0.023
Si	9.626	-9.587	8.168	0.007	-0.004	0.021
Si	9.609	-5.76	8.17	0.001	0.007	0.014
Si	-1.927	-1.913	8.162	0.004	0.01	0.009
Si	-1.913	1.922	8.139	0.014	0.001	0.022
Si	-1.91	5.783	8.14	0.025	-0.001	0.023
Si	-1.923	-5.767	8.151	0.017	-0.006	0.011
Si	17.304	-1.916	8.176	0.009	-0.002	0.022
Si	17.288	1.927	8.161	-0.015	0.006	0.024
Si	17.289	5.778	8.141	-0.03	-0.015	0.015
Si	17.291	-5.771	8.156	-0.007	0.028	0.017
Si	21.143	-1.901	8.146	-0.008	-0.012	0.009
Si	21.155	1.919	8.12	-0.009	0.017	0.009
Si	21.136	-9.592	8.108	-0.004	-0.014	0.012
Si	21.13	-5.79	8.131	0.006	-0.002	0.007
Si	24.984	-1.921	8.159	0.012	-0.005	0.016
Si	24.999	1.924	8.136	0.003	-0.007	0.018
Si	24.996	5.778	8.124	0.005	-0.003	0.024
Si	24.99	-5.784	8.133	0.006	0.002	0.011
Si	13.467	-1.902	8.16	0.006	0.003	0.016
Si	13.475	1.937	8.134	0.02	-0.004	0.023
Si	13.483	-9.589	8.14	0.022	0	0.025
Si	13.466	-5.76	8.149	0.011	-0.001	0.016
Si	-28.85	-1.938	8.167	0.009	-0.001	0.013
Si	32.684	1.901	8.157	-0.014	0.007	0.024
Si	32.69	5.754	8.143	-0.019	-0.016	0.017
Si	32.689	-5.789	8.158	-0.009	0.019	0.014
Si	-25.001	-1.918	8.179	-0.01	-0.011	0.009
Si	-24.987	1.898	8.156	-0.017	0.021	0.009
Si	-24.999	5.773	8.154	-0.005	-0.015	0.012
Si	-25.016	-5.802	8.164	-0.001	0	0.004
Si	-21.152	-1.934	8.207	0.011	0.001	0.02
Si	-21.136	1.911	8.179	0	-0.017	0.019
Si	-21.134	5.764	8.172	-0.002	0.004	0.023
Si	-21.142	-5.802	8.174	-0.005	-0.011	0.011
Si	28.854	-1.935	8.135	0.001	-0.002	0.013
Si	28.864	1.908	8.116	0.014	0.008	0.024
Si	28.864	5.773	8.113	0.017	0.004	0.025
Si	28.854	-5.782	8.128	0.015	-0.009	0.015
Si	-13.461	-1.936	8.219	0.013	0.006	0.017
Si	-13.469	1.91	8.198	-0.016	0.004	0.032
Si	-13.465	5.753	8.181	-0.016	-0.014	0.025
Si	-13.472	-5.793	8.195	-0.008	0.016	0.014
Si	-9.617	-1.903	8.203	-0.012	-0.009	0.005
Si	-9.606	1.919	8.172	-0.012	0.012	0.015
Si	-9.613	5.785	8.174	-0.006	-0.01	0.019
Si	-9.633	-5.798	8.184	-0.001	-0.016	0.007
Si	-5.78	-1.911	8.188	0	-0.004	0.016
Si	-5.765	1.93	8.163	0.006	-0.007	0.022
Si	-5.764	5.778	8.15	0.001	-0.007	0.021
Si	-5.77	-5.773	8.159	-0.001	0.005	0.009
Si	-17.292	-1.941	8.185	0.002	0.008	0.012
Si	-17.282	1.906	8.162	0.014	0.005	0.022
Si	-17.281	5.763	8.161	0.015	0.004	0.024
Si	-17.291	-5.799	8.173	0.013	-0.009	0.018
Si	1.922	0.012	9.547	-0.01	-0.005	-0.013
Si	1.915	3.853	9.533	0.005	0.003	-0.011
Si	1.917	7.699	9.523	0.012	0.01	-0.023
Si	1.912	-3.839	9.538	-0.005	0.001	-0.023
Si	5.772	0.04	9.552	0.013	0.002	-0.015
Si	5.777	3.863	9.513	0	-0.014	-0.014
Si	5.773	-7.681	9.538	0.014	0	-0.007
Si	5.77	-3.829	9.518	0.02	0.002	-0.024
Si	9.628	0.039	9.544	-0.005	-0.01	-0.012
Si	9.638	3.873	9.532	-0.014	-0.011	-0.017
Si	9.616	-7.671	9.531	-0.024	0.001	-0.012
Si	9.625	-3.833	9.538	0.014	0.003	-0.013
Si	-1.901	0.007	9.508	-0.005	0.004	-0.027
Si	-1.897	3.853	9.491	-0.014	0.007	-0.024
Si	-1.9	7.702	9.503	-0.014	-0.002	-0.025
Si	-1.92	-3.843	9.518	-0.004	-0.005	-0.013
Si	17.292	0.006	9.53	-0.002	-0.001	-0.011
Si	17.282	3.858	9.519	0.015	-0.003	-0.012
Si	17.287	7.7	9.516	0.021	0.013	-0.024
Si	17.292	-3.85	9.532	-0.013	-0.004	-0.022
Si	21.134	0.017	9.503	0.01	0.006	-0.015
Si	21.13	3.86	9.453	-0.005	-0.002	-0.018
Si	21.131	-7.697	9.496	0.005	0.003	-0.01
Si	21.133	-3.849	9.477	0.012	0.008	-0.024
Si	25	0.007	9.497	-0.018	-0.009	-0.01
Si	25.009	3.853	9.489	-0.014	-0.004	-0.011
Si	24.993	7.689	9.489	-0.014	-0.001	-0.006
Si	24.999	-3.861	9.501	0.004	0.002	-0.01
Si	13.487	0.022	9.506	-0.004	0.006	-0.031
Si	13.488	3.865	9.494	-0.01	0.006	-0.026
Si	13.487	-7.671	9.51	-0.011	0	-0.028
Si	13.472	-3.834	9.517	-0.005	-0.008	-0.016
Si	-28.86	-0.021	9.525	-0.004	-0.006	-0.015
Si	32.683	3.832	9.515	0.01	-0.001	-0.011
Si	32.687	7.676	9.514	0.012	0.016	-0.023
Si	-28.866	-3.867	9.531	-0.009	0.006	-0.017
Si	-25.011	-0.004	9.54	0.014	0.004	-0.014
Si	-25.012	3.835	9.495	0.002	0	-0.014
Si	-25.017	7.674	9.531	0.006	0.004	-0.01
Si	-25.015	-3.865	9.514	0.015	0.001	-0.023
Si	-21.139	-0.003	9.548	-0.018	-0.002	-0.009
Si	-21.131	3.838	9.539	-0.012	-0.008	-0.016
Si	-21.142	7.674	9.539	-0.003	-0.005	-0.008
Si	-21.144	-3.878	9.546	0.015	0.004	-0.014
Si	28.867	-0.012	9.479	0.001	0	-0.028
Si	28.874	3.843	9.463	-0.009	0.011	-0.028
Si	28.87	7.687	9.479	-0.014	-0.002	-0.028
Si	28.854	-3.861	9.496	0.006	-0.008	-0.009
Si	-13.47	-0.011	9.569	-0.006	-0.01	-0.014
Si	-13.471	3.838	9.562	0.006	0	-0.014
Si	-13.469	7.674	9.556	0.015	0.014	-0.026
Si	-13.474	-3.873	9.574	-0.008	0.001	-0.022
Si	-9.633	0.016	9.556	0.006	0.005	-0.015
Si	-9.63	3.851	9.516	0.001	0.001	-0.02
Si	-9.629	7.683	9.553	0.012	0.002	-0.007
Si	-9.634	-3.856	9.528	0.008	0.004	-0.027
Si	-5.772	0.017	9.53	-0.014	-0.008	-0.009
Si	-5.758	3.857	9.522	-0.014	-0.004	-0.014
Si	-5.774	7.693	9.512	-0.002	-0.004	-0.012
Si	-5.764	-3.852	9.529	0.01	0.004	-0.009
Si	-17.28	-0.013	9.53	0	0.004	-0.027
Si	-17.271	3.837	9.518	-0.016	0.01	-0.025
Si	-17.279	7.675	9.532	-0.006	-0.004	-0.025
Si	-17.294	-3.873	9.542	0.008	-0.01	-0.011
Si	0	-0.019	10.898	0.001	-0.003	0.019
Si	-0.005	3.853	10.904	-0.001	0.001	0.028
Si	0.002	7.718	10.894	-0.01	0.006	0.015
Si	-0.008	-3.843	10.909	0.006	0.02	0.016
Si	3.844	0.033	10.907	-0.006	0.007	0.023
Si	3.853	3.857	10.878	0.011	0	0.02
Si	3.84	7.703	10.88	0.001	0.001	0.017
Si	3.847	-3.83	10.886	-0.01	-0.005	0
Si	7.701	0.051	10.887	0.01	-0.004	0.011
Si	7.694	3.866	10.875	-0.007	0.005	0.015
Si	7.696	-7.681	10.882	0.015	-0.001	0.018
Si	7.687	-3.824	10.883	-0.016	-0.019	0.006
Si	-3.821	0.013	10.847	-0.009	-0.01	0.005
Si	-3.803	3.863	10.853	0.007	-0.001	0.017
Si	-3.826	7.699	10.834	0.005	-0.007	0.008
Si	-3.833	-3.85	10.885	-0.017	0.001	0.018
Si	15.379	-0.015	10.905	-0.002	-0.007	0.023
Si	15.372	3.854	10.915	-0.006	0.008	0.035
Si	15.381	7.735	10.907	-0.023	0	0.018
Si	15.377	-3.844	10.916	0.014	0.019	0.017
Si	19.215	0.015	10.877	0.006	0.008	0.02
Si	19.224	3.856	10.847	0.012	0.001	0.019
Si	19.21	7.702	10.862	-0.01	-0.008	0.023
Si	19.23	-3.852	10.876	0.003	-0.002	0.009
Si	23.067	0.02	10.83	0.012	-0.001	0.005
Si	23.05	3.862	10.808	-0.003	-0.006	0.012
Si	23.062	-7.711	10.827	0.023	0.004	0.017
Si	23.051	-3.854	10.835	-0.015	-0.024	0.001
Si	11.578	0.038	10.862	-0.01	-0.007	0.008
Si	11.588	3.877	10.872	0.005	0.007	0.02
Si	11.567	-7.662	10.854	0.006	-0.012	0.002
Si	11.562	-3.83	10.891	-0.015	0.004	0.02
Si	-30.787	-0.049	10.876	-0.003	-0.002	0.02
Si	30.758	3.835	10.883	-0.013	0.001	0.028
Si	30.763	7.696	10.877	-0.023	0.008	0.013
Si	-30.793	-3.872	10.897	0.01	0.011	0.016
Si	-26.946	-0.014	10.895	-0.005	0.007	0.02
Si	34.615	3.825	10.867	0.008	-0.002	0.017
Si	34.601	7.675	10.884	-0.013	-0.01	0.019
Si	-26.936	-3.87	10.891	-0.005	-0.001	0.006
Si	-23.08	0.005	10.876	0.013	-0.005	0.008
Si	-23.095	3.839	10.855	-0.008	-0.007	0.009
Si	-23.084	7.658	10.866	0.019	0	0.018
Si	-23.096	-3.872	10.878	-0.019	-0.016	0.001
Si	26.947	-0.002	10.822	-0.01	-0.006	0.008
Si	26.965	3.853	10.823	0.002	0.005	0.017
Si	26.943	7.69	10.812	0.008	-0.008	0.003
Si	26.934	-3.863	10.857	-0.015	-0.005	0.018
Si	-15.389	-0.037	10.931	0.009	-0.002	0.024
Si	-15.387	3.838	10.943	-0.009	0.005	0.026
Si	-15.386	7.687	10.93	-0.02	0.01	0.014
Si	-15.395	-3.877	10.949	0.016	0.012	0.02
Si	-11.553	0.003	10.932	-0.006	0.003	0.02
Si	-11.538	3.836	10.911	0.012	0	0.02
Si	-11.552	7.683	10.92	-0.014	-0.011	0.023
Si	-11.539	-3.868	10.927	-0.003	0.001	0.005
Si	-7.7	0.031	10.879	0.012	-0.005	0.004
Si	-7.709	3.86	10.86	-0.001	-0.012	0.014
Si	-7.696	7.672	10.873	0.012	0.003	0.02
Si	-7.708	-3.854	10.873	-0.013	-0.026	-0.005
Si	-19.194	-0.002	10.882	-0.006	0	0.01
Si	-19.178	3.843	10.881	0.003	0.01	0.017
Si	-19.199	7.676	10.876	0.002	-0.015	0.006
Si	-19.213	-3.875	10.909	-0.013	-0.002	0.018
O	-1.795	0.159	-2.389	-0.142	-0.484	0.566
O	11.068	0.317	-1.803	-0.019	-0.079	-0.33
O	10.817	3.68	-1.485	-0.428	-0.077	0.03
O	-2.087	4.066	-0.827	0.346	0.117	-0.056
O	-4.417	5.241	-6.036	-0.073	-0.019	-0.074
O	1.617	-7.625	-7.041	0.404	-0.243	0.142
O	11.735	-4.853	-3.32	-0.112	0.055	0.488
O	9.569	-6.361	-3.136	-0.152	0.034	-0.096
O	0.786	-0.034	-1.933	0.215	-0.359	-0.232
O	0.007	3.16	-2.114	0.308	-0.309	0.32
O	2.236	2.61	-3.351	0.053	-0.283	-0.505
O	-0.117	-8.21	-4.493	0.146	-0.031	-0.313
O	-1.575	-5.537	-1.817	-0.227	0.422	0.151
O	5.975	-0.266	-1.822	0.167	-0.044	-0.047
O	5.683	3.909	-0.358	-0.275	-0.2	-0.472
O	3.161	3.763	-1.134	-0.577	0.122	-0.051
O	3.207	-7.751	-1.008	-0.603	-0.353	0.044
O	5.801	-7.638	-0.332	-0.065	0.079	-0.444
O	3.153	-4.178	-1.475	-0.187	0.348	-0.01
O	5.632	-3.84	-0.467	0.053	0.178	-0.252
O	8.038	4.483	-1.329	0.276	-0.01	-0.101
O	-5.404	3.042	-3.976	0.104	-0.106	-0.4
O	8.433	-7.384	-0.971	0.005	0.12	-0.271
O	8.934	-8.909	-2.969	-0.054	0.101	-0.382
O	8.028	-4.144	-1.374	0.044	-0.63	-0.129
O	9.508	-3.725	-3.497	0.275	0.325	-0.044
O	0.284	1.483	0.201	-0.382	0.324	-0.445
O	0.137	-1.168	0.297	-0.209	0.106	-0.525
O	0.225	5.073	-0.163	0.285	0.017	-0.339
O	0.215	-7.383	-2.014	0.505	0.35	-0.036
O	0.013	-3.765	0.973	0.105	-0.01	-0.29
O	-0.088	-6.292	0.249	0.385	-0.284	-0.031
O	11.525	-1.276	0.194	0.472	-0.144	-0.375
O	-4.502	-8.233	-1.576	0.147	-0.396	0.006
O	11.504	-3.8	0.926	0.23	-0.105	-0.521
O	11.331	-6.32	0.267	-0.061	0.161	-0.299
O	-1.011	-1.985	18.751	-0.401	-0.212	0.039
O	7.21	-5.377	18.769	0.315	0.052	0.49
O	-2.529	-5.684	19.916	0.238	0.176	-0.111
O	-4.084	-1.646	18.963	0.153	0.501	0.239
O	-2.427	-2.048	20.923	0.175	-0.115	0.42
O	-3.638	-0.04	-4.307	0.065	0.109	-0.117
O	-3.095	2.26	-3.126	0.305	0.049	-0.068
O	-3.447	4.789	-3.668	0.59	0.443	0.365
O	-2.024	-7.869	-0.668	0.39	-0.436	0.286
O	8.16	-6.624	-6.406	-0.36	-0.258	0.57
O	10.271	-5.323	-5.463	0.178	0.043	-0.418
O	8.256	-7.497	-8.88	-0.383	0.296	-0.659
O	-0.39	-1.312	-3.964	0.222	-0.034	-0.126
O	0.008	1.332	-3.998	-0.042	-0.012	-0.644
O	0.381	3.919	-4.643	0.053	0.403	0.027
O	8.226	-0.497	-5.919	0.013	-0.216	-0.071
O	-6.6	5.278	23.573	-0.007	-0.174	-0.775
O	-1.612	-6.061	-4.498	0.441	0.217	-0.263
O	3.908	-0.511	-3.366	-0.294	-0.295	-0.155
O	5.145	-2.278	-4.93	-0.096	-0.213	-0.502
O	4.524	1.858	-2.358	0.669	0.12	-0.322
O	4.294	4.253	-3.427	0.088	-0.06	-0.174
O	4.551	-8.473	-3.105	0.506	0.082	-0.121
O	4.567	-4.503	-3.631	0.182	-0.316	-0.071
O	1.631	-5.155	-6.116	-0.395	-0.065	-0.096
O	8.01	0.548	-3.39	0.665	0.15	-0.053
O	7.992	-1.823	-2.496	0.088	-0.086	0.128
O	7.793	2.053	-5.429	-0.051	0.345	0.594
O	4.484	-4.279	-8.299	0.018	-0.13	-0.021
O	7.007	-3.832	-3.872	0.109	-0.3	-0.078
O	-1.729	0.302	19.872	-0.377	-0.095	0.474
O	-4.763	5.49	20.505	-0.291	0.056	0.469
O	1.627	-3.176	22.121	-0.032	-0.167	-0.332
O	-0.4	-6.8	20.796	-0.079	-0.128	0.331
O	0.074	-1.269	21.052	-0.102	0.401	0.557
O	5.101	-3.785	24.778	-0.047	0.486	-0.355
O	0.152	1.127	22.636	0.307	-0.748	0.072
O	2.078	5.596	20.476	-0.328	0.024	0.109
O	8.575	-2.129	-8.034	-0.535	-0.031	-0.281
O	6.486	-3.955	22.52	0.325	0.216	0.18
O	4.324	-0.967	23.869	-0.277	-0.305	0.26
O	5.851	2.223	20.348	0.053	0.382	0.513
O	6.342	-0.154	19.415	0.132	0.311	-0.199
O	5.798	5.593	20.414	0.12	-0.34	0.595
O	7.494	0.667	21.679	-0.086	-0.403	0.417
O	5.783	-7.287	19.77	-0.018	-0.321	-0.096
O	5.18	-4.767	20.405	-0.371	0.075	0.5
O	3.622	-0.418	-5.985	-0.224	0.637	0.044
O	6.632	-2.613	20.255	0.575	0.017	0.234
O	9.619	1.219	20.199	-0.063	-0.385	-0.168
O	4.458	-2.515	21.697	-0.505	-0.161	0.194
O	-4.338	-3.87	20.316	-0.191	0.076	0.354
O	-4.924	-6.364	20.845	-0.7	-0.252	-0.238
O	0.03	-3.28	24.133	0.12	0.422	-0.365
O	-4.934	-1.571	21.419	-0.337	0.399	0.012
O	9.694	0.255	-8.004	-0.177	0.538	0.305
O	2.821	5.392	22.95	0.02	0.066	0.121
O	1.937	-0.354	-7.997	-0.685	0.004	0.34
O	-0.437	2.4	24.798	-0.123	0.139	0.353
O	1.993	-5.763	20.491	0.319	-0.033	0.302
O	0.302	5.509	-6.832	0.354	-0.045	-0.221
O	3.991	-8.192	21.44	-0.26	0.464	0.413
O	4.948	0.116	21.617	-0.302	0.291	0.175
O	9.082	2.751	22.242	0.257	0.229	-0.085
O	-8.491	3.683	24.419	-0.088	0.298	-0.03
O	6.217	-6.051	24.08	0.007	-0.017	0.563
O	-6.023	3.207	25.14	0.236	0.378	0.114
O	10.533	-1.662	-6.398	-0.069	-0.486	-0.09
O	6.52	-8.53	-7.156	0.011	-0.116	0.11
O	6.869	2.61	-7.796	0.136	-0.714	-0.074
O	-3.309	-8.131	21.897	0.463	0.406	0.511
O	-4.17	-0.803	23.867	0.168	-0.39	-0.323
O	0.755	-5.483	22.841	-0.517	-0.035	0.25
O	12.8	-2.448	-5.422	-0.198	-0.675	-0.081
O	1.508	1.81	20.359	-0.233	-0.672	0.003
O	14.029	1.104	-8.559	-0.114	0.028	0.041
O	-7.684	-4.02	24.922	0.039	-0.36	0.492
O	6.188	-6.132	-8.09	0.035	-0.105	-0.239
O	1.918	-5.556	-8.67	-0.021	-0.44	-0.263
O	-7.663	-7.923	24.555	-0.011	-0.064	0.636
O	5.266	-8.493	24.395	-0.411	-0.565	-0.354
O	5.918	0.241	-4.928	-0.327	0.476	-0.386
O	-6.189	0.309	22.645	0.15	0.164	0.298
O	6.678	5.292	-3.396	0.264	-0.208	-0.041
O	4.981	5.789	-5.371	-0.317	0.258	-0.274
O	-0.085	-3.345	-5.477	-0.353	-0.132	-0.796
O	-6.301	-2.259	23.49	-0.425	0.088	-0.587
O	-0.11	3.514	21.632	-0.006	0.269	-0.008
O	2.232	-2.581	-6.385	-0.051	-0.004	-0.414
O	-2.162	2.876	20.125	-0.402	0.258	-0.145
O	5.201	4.676	-7.758	-0.713	0.085	-0.424
O	1.55	-7.832	22.148	-0.183	-0.084	0.657
O	6.514	-7.921	22.2	0.704	0.119	-0.325
O	-5.639	-7.733	22.994	-0.68	-0.008	0.112
O	-0.09	2.881	-6.912	0.221	-0.395	0.457
O	-1.876	0.275	24.381	0.153	-0.238	0.082
O	9.181	4.032	-3.569	0.155	-0.091	-0.621
O	3.83	-6.319	-6.906	0.065	-0.623	0.414
O	7.191	4.556	-6.07	0.528	0.139	0.751
O	-1.744	-3.616	-3.469	-0.019	0.065	0.225
O	5.691	-4.622	-5.99	0.278	-0.187	-0.012
O	2.273	2.792	22.59	0.446	-0.196	-0.13
O	1.752	3.989	24.822	-0.031	0.752	0.409
O	-2.566	-3.868	24.391	0.143	0.381	-0.589
O	-4.056	1.442	25.341	0.445	0.404	-0.141
O	-5.087	-4.12	24.962	-0.061	-0.216	0.11
O	-2.723	-8.44	-4.945	-0.582	0.108	0.125
O	11.421	3.985	-8.417	0.505	0.174	0.134
O	4.014	-1.779	-8.223	0.7	0.263	-0.375
O	-1.899	4.549	-5.818	-0.141	-0.236	-0.174
O	12.737	-0.187	-6.697	-0.177	0.428	0.274
O	-3.888	-5.785	23.176	0.195	0.46	0.03
O	6.635	-0.927	25.175	0.002	-0.393	-0.06
O	14.909	5.636	-2.631	-0.154	-0.005	-0.576
O	0.027	-8.31	-8.969	0.535	-0.138	-0.189
O	4.304	3.566	24.018	0.196	-0.017	-0.078
O	-2.511	4.775	21.863	-0.157	0.131	0.48
O	5.489	1.323	24.537	0.059	0.053	0.067
O	-1.086	-1.522	-8.303	0.33	0.027	0.359
O	9.64	-9.487	-8.019	-0.551	-0.089	-0.11
O	2.537	-0.787	21.855	-0.295	0.517	-0.058
O	13.255	1.082	-3.037	0.225	0.528	0.268
O	26.471	0.415	-1.812	0.075	-0.04	-0.482
O	26.322	3.751	-1.571	-0.453	-0.087	-0.017
O	18.576	-4.054	-1.534	-0.455	-0.038	-0.421
O	11.121	5.149	-6.067	-0.366	-0.057	0.271
O	16.916	-7.529	-7.013	0.424	-0.312	0.233
O	27.147	-5.32	-3.323	-0.066	-0.152	0.295
O	24.868	-6.632	-3.271	-0.385	-0.012	-0.359
O	17.309	0.012	-0.224	-0.005	0.001	0.165
O	15.322	-0.059	-1.874	-0.076	-0.237	-0.16
O	15.577	3.204	-2.202	-0.196	-0.401	0.222
O	17.847	2.651	-3.465	-0.018	-0.537	-0.395
O	15.165	-7.807	-4.299	0.533	-0.005	-0.291
O	13.811	-5.888	-2.275	0.07	0.293	-0.155
O	19.612	-0.09	-1.362	-0.176	-0.06	-0.281
O	21.74	-0.171	-2.796	-0.017	-0.168	-0.247
O	21.211	3.819	-0.314	0.091	-0.223	-0.06
O	18.843	3.812	-1.362	-0.726	0.358	-0.322
O	18.827	-7.785	-1.331	-0.349	-0.043	-0.059
O	21.214	-7.632	-0.35	0.043	0.073	-0.492
O	21.043	-3.823	-0.501	0.048	0.142	-0.22
O	23.62	4.37	-1.167	0.73	0.146	-0.256
O	23.745	-7.63	-1.137	0.049	0.144	-0.087
O	23.443	-3.698	-1.422	0.344	-0.194	-0.102
O	25.05	-3.898	-3.39	0.3	0.219	-0.09
O	15.146	1.318	0.323	-0.335	0.192	-0.193
O	15.185	-1.446	0.275	-0.639	0.03	-0.321
O	15.628	5.055	-0.215	0.181	0.089	-0.091
O	15.765	-7.471	-1.687	0.313	-0.009	0.385
O	15.119	-5.584	-0.033	0.009	-0.095	-0.197
O	26.846	-1.311	0.13	0.401	-0.249	-0.445
O	10.971	-8.011	-1.605	0.208	-0.408	-0.407
O	26.911	-3.843	0.878	0.092	-0.047	-0.279
O	26.797	-6.378	0.16	-0.325	0.154	-0.245
O	8.749	-9.289	18.949	-0.26	0.279	0.667
O	22.611	-5.559	18.82	0.311	-0.088	0.151
O	12.886	-5.66	19.84	0.167	0.287	0.012
O	13.118	-2.358	20.011	0.316	-0.495	-0.255
O	11.479	-0.341	-4.355	-0.127	-0.084	0.108
O	10.959	2.155	-3.677	-0.494	-0.09	-0.372
O	11.829	4.657	-3.66	0.449	0.211	0.269
O	13.442	-7.687	-0.458	0.563	-0.38	0.134
O	25.837	-6.687	-7.712	0.611	-0.003	0.106
O	25.583	-5.373	-5.453	0.291	0.23	-0.226
O	23.545	-6.788	-6.445	-0.215	-0.055	0.651
O	14.456	-1.028	-4.057	0.08	0.058	-0.052
O	15.652	1.346	-4.058	0.021	-0.125	-0.385
O	15.982	3.873	-4.77	0.196	0.335	0.014
O	23.482	-0.374	-6.649	-0.24	-0.384	0.125
O	8.886	5.122	23.394	0.15	0.001	-0.502
O	13.479	-5.944	-4.907	0.024	0.301	-0.502
O	19.465	-0.169	-4.027	-0.781	0.124	-0.042
O	20.866	-2.063	-5.258	0.191	-0.048	-0.015
O	20.269	2.047	-2.771	0.555	0.084	0.361
O	19.764	4.462	-3.759	-0.079	-0.163	-0.418
O	19.904	-8.265	-3.737	0.073	0.283	-0.406
O	20.053	-4.046	-3.66	0.015	0.231	0.086
O	16.74	-5.011	-6.15	-0.654	-0.453	0.222
O	23.929	1.186	-3.05	0.319	0.054	0.528
O	23.957	-1.521	-2.856	0.53	0.024	-0.16
O	23.403	1.975	-5.49	-0.025	0.334	-0.277
O	20.062	-4.297	-8.295	0.105	-0.156	-0.047
O	22.57	-3.527	-3.945	-0.035	-0.537	-0.126
O	13.713	0.153	19.644	-0.13	-0.063	0.119
O	10.884	5.767	20.669	-0.365	0.105	0.414
O	17.108	-3.245	22.067	-0.013	-0.346	0.068
O	15.027	-6.775	20.762	-0.193	-0.111	0.283
O	20.547	-4.372	24.751	0.154	0.219	0.034
O	15.634	1.156	22.741	0.391	-0.384	-0.06
O	17.572	5.383	20.569	0.04	-0.03	0.357
O	24.395	-2.102	-8.377	-0.287	0.186	-0.063
O	21.855	-3.676	22.56	0.397	0.598	0.024
O	20.101	-0.784	23.48	0.001	-0.626	0.078
O	21.924	-0.257	19.402	0.353	0.237	0.022
O	21.235	5.452	20.395	0.184	-0.376	0.507
O	22.485	1.322	21.441	0.148	-0.052	0.661
O	20.997	-7.375	19.827	-0.058	-0.254	-0.308
O	20.653	-4.823	20.503	-0.416	-0.137	0.545
O	22.168	-2.772	20.085	0.264	0.06	0.001
O	24.88	1.898	20.358	-0.078	-0.229	0.137
O	19.955	-2.332	21.365	-0.325	0.099	-0.24
O	9.773	3.76	19.449	0.077	0.01	0.209
O	10.973	-3.921	20.217	-0.339	-0.073	0.368
O	10.583	-6.452	20.864	-0.491	-0.231	0.076
O	15.479	-3.356	24.041	-0.167	0.295	-0.359
O	11.017	-1.599	21.362	0.039	-0.067	0.08
O	25.344	0.315	-8.329	-0.485	0.415	-0.082
O	17.941	5.306	23.166	-0.032	0.1	0.552
O	17.582	-0.249	-7.822	-0.538	0.116	0.29
O	15.216	2.428	24.993	-0.233	0.146	0.333
O	17.454	-5.818	20.45	0.08	0.183	0.148
O	17.94	-4.31	24.376	0.213	-0.438	0.076
O	15.781	5.504	-6.804	0.325	0.042	0.356
O	19.447	-8.49	21.63	-0.193	0.565	0.317
O	20.068	0.371	21.111	-0.085	0.196	-0.236
O	24.278	2.503	22.821	0.413	0.383	0.146
O	6.915	3.329	23.529	-0.215	0.268	-0.274
O	22.241	-6.03	23.617	0.448	-0.041	0.132
O	9.217	2.988	24.854	0.3	0.107	0.11
O	25.935	-1.329	-6.343	0.187	-0.463	0.507
O	22.185	-8.857	-7.514	-0.448	0.021	-0.365
O	22.4	1.711	-7.908	0.256	-0.057	-0.012
O	11.569	-1.062	23.986	0.185	-0.499	0.182
O	16.233	-5.566	22.804	-0.482	-0.092	0.598
O	28.274	-2.099	-5.381	0.008	-0.5	-0.483
O	16.982	1.732	20.372	-0.019	-0.699	-0.02
O	29.694	1.153	-8.609	0.062	0.06	-0.334
O	7.777	-4.013	24.718	0.094	-0.249	0.385
O	21.343	-6.431	-7.858	0.062	-0.204	-0.755
O	17.346	-5.539	-8.643	0.124	-0.436	-0.122
O	7.843	-8.08	24.467	0.079	0.251	0.538
O	20.546	-7.982	24.161	-0.341	0.056	-0.246
O	19.549	-1.767	-8.347	0.101	0.075	-0.091
O	9.807	0.259	22.679	-0.152	0.245	0.194
O	21.778	5.709	-2.569	-0.226	0.64	0.507
O	21.657	5.692	-5.148	0.421	0.086	0.032
O	15.486	-2.823	-5.572	-0.049	-0.03	-0.607
O	9.378	-2.328	23.319	-0.101	-0.175	-0.53
O	15.424	3.482	21.602	0.374	0.541	0.214
O	13.285	2.695	20.302	-0.346	0.155	-0.06
O	21.469	4.037	-7.167	-0.586	-0.121	0.359
O	16.961	-7.92	22.055	-0.137	-0.077	0.592
O	22.054	-8.142	22.094	0.406	0.151	-0.049
O	9.952	-7.896	22.978	-0.37	-0.165	-0.038
O	15.212	2.935	-7.078	0.252	-0.217	0.398
O	11.191	1.264	25.296	-0.176	0.186	-0.02
O	23.056	3.714	-3.596	-0.358	0.136	-0.052
O	21.192	-4.603	-5.936	0.261	-0.14	-0.142
O	25.869	3.735	-8.073	-0.316	-0.56	0.386
O	14.095	-3.681	-3.562	0.35	0.06	0.368
O	17.786	2.73	22.602	0.31	-0.255	-0.08
O	17.648	3.457	25.094	0.4	-0.009	0.523
O	12.917	-3.927	24.404	-0.032	0.017	-0.617
O	12.679	-8.506	-4.833	-0.29	0.224	0.122
O	13.615	4.525	-5.646	-0.117	-0.094	-0.3
O	28.155	0.029	-6.842	0.008	0.338	-0.037
O	11.494	-5.764	23.204	0.207	0.504	-0.401
O	22.317	-0.789	24.948	0.241	-0.429	-0.42
O	30.309	5.608	-2.552	-0.291	0.235	-0.503
O	-28.461	-2.724	-6.502	0.358	-0.235	-0.114
O	10.112	-8.979	25.377	0.357	-0.445	0.075
O	19.921	3.718	23.774	0.254	0.358	-0.431
O	13.114	4.829	21.869	0.188	0.066	0.671
O	24.285	-4.563	-7.635	-0.523	0.228	0.402
O	13.427	2.505	22.988	-0.569	0.305	0.52
O	21.11	1.482	24.395	-0.028	-0.192	-0.474
O	25.221	-9.189	-8.309	0.092	-0.149	-0.583
O	17.912	-0.815	21.866	-0.264	0.491	0.208
O	28.962	0.155	-2.528	-0.009	-0.373	0.304
O	-19.659	0.407	-1.741	-0.525	0.005	-0.364
O	-19.805	3.705	-1.5	-0.556	0.204	0.148
O	-12.209	-4.019	-1.541	-0.351	-0.068	-0.261
O	26.412	5.39	-6.103	-0.1	0.263	-0.162
O	32.462	-7.657	-7.072	0.242	-0.529	0.346
O	-19.039	-5.16	-3.332	-0.173	-0.079	0.422
O	-21.249	-6.618	-3.235	-0.32	0.141	0.124
O	-28.816	0.028	0.329	-0.065	-0.283	0.478
O	31.444	-0.04	-1.892	0.456	-0.28	-0.415
O	30.991	3.203	-2.078	0.163	-0.458	0.15
O	-28.372	2.686	-3.452	0.055	-0.254	-0.429
O	30.666	-8.191	-4.523	0.365	-0.184	-0.248
O	-28.722	-8.739	-3.249	0.125	-0.495	-0.212
O	29.266	-5.533	-1.904	-0.046	0.414	0.02
O	-26.747	0.009	-1.26	-0.338	-0.126	-0.442
O	-24.464	-0.158	-2.476	-0.24	-0.248	-0.022
O	-24.927	3.819	-0.307	-0.056	-0.256	0.017
O	-27.345	3.79	-1.3	-0.507	0.519	0.091
O	-27.323	-7.798	-1.29	-0.537	0.074	0.025
O	-24.919	-7.658	-0.333	0.046	-0.151	-0.578
O	-27.548	-4.085	-1.563	-0.487	0.232	-0.103
O	-25.093	-3.86	-0.5	0.05	-0.194	-0.246
O	-22.515	4.342	-1.172	0.52	0.076	-0.219
O	25.456	3.035	-4.061	0.102	-0.145	-0.32
O	-22.387	-7.636	-1.119	0.051	0.061	-0.121
O	-22.719	-3.722	-1.443	0.276	-0.12	-0.177
O	-21.224	-3.891	-3.494	0.445	0.306	-0.015
O	30.64	1.506	0.175	-0.049	0.362	-0.177
O	30.473	-1.194	0.265	-0.65	-0.109	-0.201
O	31.061	5.124	-0.148	0.637	0.299	-0.265
O	31.07	-7.366	-2.034	0.733	0.12	0.371
O	30.737	-3.783	0.94	-0.095	-0.114	-0.665
O	30.661	-6.309	0.225	0.225	-0.311	-0.178
O	-19.263	-1.328	0.176	0.33	-0.192	-0.287
O	26.282	-8.18	-1.666	0.199	0.03	-0.148
O	-19.224	-3.864	0.913	-0.029	-0.127	-0.402
O	-19.349	-6.404	0.202	-0.12	0.184	-0.44
O	-25.39	-2.041	18.474	-0.029	-0.328	0.093
O	-23.553	-5.616	18.834	0.267	0.267	0.347
O	28.212	-5.802	19.933	0.169	0.338	0.199
O	26.442	-1.663	19.007	-0.115	0.381	0.192
O	28.625	-2.498	20.209	0.156	-0.503	0.091
O	27.064	0.037	-4.395	-0.021	0.361	-0.142
O	27.754	2.293	-3.215	0.579	0.366	-0.059
O	27.344	4.858	-3.72	0.247	0.438	0.303
O	28.763	-7.862	-0.778	0.264	-0.419	0.01
O	-20.291	-6.732	-7.723	0.888	0.083	0.345
O	-20.56	-5.436	-5.462	0.473	0.157	-0.237
O	-22.554	-6.946	-6.423	-0.287	0.05	0.77
O	30.456	-1.225	-4.079	0.384	-0.074	-0.23
O	30.904	1.396	-3.982	0.154	-0.063	-0.359
O	31.217	3.979	-4.605	-0.079	0.198	0.282
O	-22.691	-0.447	-6.594	-0.427	-0.531	0.145
O	24.455	5.039	23.435	0.207	0.026	-0.297
O	29.821	-7.546	-6.799	-0.245	0.352	-0.244
O	-26.647	-0.213	-3.843	-0.878	-0.446	-0.132
O	-25.436	-2.045	-5.321	0.186	0.019	-0.273
O	-25.925	2.065	-2.709	0.471	0.212	-0.123
O	-26.421	4.461	-3.7	-0.108	-0.056	-0.266
O	-26.219	-8.278	-3.693	0.206	0.248	-0.091
O	-26.194	-4.101	-3.785	0.162	-0.313	0.342
O	32.178	-5.209	-6.128	-0.138	-0.411	0.051
O	-22.291	1.178	-2.996	-0.042	0.064	-0.131
O	-22.261	-1.511	-2.829	0.376	0.186	-0.472
O	-22.593	1.934	-5.485	0.088	0.324	-0.362
O	-28.262	-4.316	24.418	-0.015	-0.228	-0.157
O	-26.039	-4.45	-8.48	0.094	-0.116	-0.214
O	-23.713	-3.441	-3.937	0.171	-0.488	-0.305
O	29.042	0.037	19.617	0.04	-0.233	0.156
O	25.981	5.436	20.452	-0.162	-0.36	0.215
O	32.553	-3.245	22.08	0.54	-0.433	0.113
O	30.384	-6.885	20.794	-0.102	0.012	0.411
O	30.894	-1.388	20.957	-0.038	0.324	0.478
O	-25.657	-4.5	24.827	0.005	-0.268	0.161
O	30.958	1.108	22.729	-0.128	-0.771	0.093
O	-28.663	5.377	20.588	-0.038	0.152	0.458
O	-21.735	-2.211	-8.257	-0.027	0.146	-0.085
O	-24.351	-3.757	22.668	0.457	0.293	0.031
O	-26.062	-0.884	23.533	-0.194	-0.547	0.437
O	-23.894	-0.215	19.678	0.511	0.164	0.07
O	-24.968	5.443	20.372	0.027	-0.394	0.389
O	-23.652	1.575	21.549	-0.408	0.593	0.306
O	-25.234	-7.357	19.886	0.062	-0.226	-0.11
O	-25.434	-4.76	20.469	-0.224	0.038	0.116
O	-27.212	-0.388	-6.333	-0.532	0.559	0.184
O	-23.704	-2.762	20.341	0.885	-0.136	0.356
O	-21.217	1.861	20.483	0.257	0.108	0.162
O	-26.094	-2.33	21.347	-0.523	0.066	-0.011
O	26.402	-3.968	20.248	-0.469	-0.146	0.433
O	25.817	-6.457	20.84	-0.42	-0.309	-0.193
O	30.839	-3.339	23.978	-0.11	0.465	-0.028
O	26.554	-1.728	21.604	0.338	0.017	0.556
O	-20.81	0.212	-8.266	-0.367	0.454	0.29
O	-28.267	5.253	23.192	-0.474	0.388	0.404
O	32.645	-0.667	-8.266	-0.694	0.086	0.244
O	30.553	2.27	25.04	-0.167	0.355	0.177
O	-28.754	-5.884	20.439	0.651	-0.258	0.31
O	-28.582	3.354	25.095	0.006	0.049	0.561
O	31.17	5.475	-6.828	0.393	-0.027	-0.131
O	-26.735	-8.556	21.669	0.02	0.146	-0.02
O	-25.965	0.354	21.197	-0.759	0.297	-0.325
O	-21.736	2.391	23.016	0.546	0.141	0.114
O	-23.921	-6.11	23.683	0.361	-0.079	-0.311
O	24.948	3.176	25.197	0.406	0.118	0.354
O	-20.245	-1.363	-6.201	-0.089	-0.324	0.078
O	-24.009	-8.94	-7.525	-0.237	0.184	-0.229
O	-23.784	1.639	-7.821	0.303	-0.347	0.02
O	27.434	-8.238	21.887	0.502	0.184	0.448
O	26.514	-0.346	23.777	0.075	0.29	-0.352
O	31.603	-5.56	22.783	-0.294	-0.112	0.531
O	-17.886	-2.157	-5.274	-0.181	-0.492	-0.236
O	32.274	1.708	20.372	-0.1	-0.51	-0.141
O	-16.478	1.115	-8.425	0.124	-0.013	-0.277
O	23.156	-3.913	24.8	0.024	-0.058	0.423
O	-24.72	-6.472	-7.84	-0.118	0.068	-0.451
O	-28.798	-5.592	-8.658	0.28	-0.168	0.005
O	23.107	-8.354	24.521	-0.125	-0.009	0.522
O	-25.573	-8.12	24.183	-0.593	-0.276	-0.147
O	-24.858	0.555	-5.619	-0.273	0.308	0.542
O	24.577	-0.049	22.079	0.027	0.002	0.199
O	-24.343	5.673	-2.577	-0.049	0.074	0.464
O	-24.536	5.63	-5.151	-0.059	0.139	-0.082
O	30.688	-3.214	-5.621	-0.167	-0.428	-0.295
O	24.757	-2.311	23.403	-0.127	-0.343	-0.518
O	30.684	3.446	21.614	0.223	0.545	0.013
O	28.601	2.523	20.333	-0.513	0.301	0.044
O	-24.752	3.964	-7.159	-0.336	0.104	0.326
O	32.346	-7.937	22.119	-0.102	-0.017	0.291
O	-24.11	-8.187	22.099	0.251	-0.225	-0.148
O	25.098	-7.839	22.98	-0.206	0.113	0.263
O	30.605	2.859	-6.791	-0.272	-0.488	0.478
O	-21.958	-4.691	-7.613	-0.482	0.096	0.201
O	-23.012	3.717	-3.63	-0.355	0.08	-0.368
O	-27.017	-6.08	-6.703	0.259	-0.316	0.568
O	-22.314	4.736	-6.492	0.004	-0.151	0.115
O	29.282	-5.98	-4.608	0.416	0.118	-0.17
O	-24.954	-4.521	-6.044	0.231	-0.166	-0.106
O	-28.463	2.71	22.582	0.203	-0.156	-0.433
O	28.289	-4.027	24.309	-0.076	0.161	-0.527
O	32.208	1.895	-8.684	0.416	0.494	-0.082
O	25.759	-4.163	24.979	-0.057	0.01	0.323
O	28.072	-8.323	-4.964	-0.502	0.38	0.255
O	-20.333	3.638	-8.078	0.365	-0.488	0.465
O	-26.686	-1.964	-8.32	0.382	0.284	-0.239
O	28.927	4.668	-5.799	-0.172	-0.42	0.045
O	-18.039	-0.042	-6.755	0.083	0.533	-0.007
O	26.848	-5.903	23.185	0.235	0.032	-0.057
O	-23.831	-0.809	25.01	0.115	-0.651	-0.148
O	-17.358	4.116	-0.798	0.14	-0.185	-0.496
O	2.831	-6.318	-3.127	0.099	-0.075	-0.148
O	-3.879	-3.849	0.909	0.131	-0.015	-0.379
O	24.343	-9.3	-3.052	0.157	-0.069	-0.332
O	25.543	-8.93	25.365	0.332	0.008	-0.013
O	-26.305	3.64	23.784	0.267	0.357	-0.425
O	28.237	4.661	21.789	0.022	-0.088	0.747
O	28.749	2.434	23.04	-0.789	-0.046	0.128
O	-25.118	1.398	24.402	0.002	-0.017	-0.389
O	29.748	-1.5	-8.393	0.265	-0.082	0.377
O	-20.877	-9.262	-8.23	0.243	-0.159	-0.416
O	-28.166	-0.834	21.808	-0.265	0.523	0.272
O	-17.132	0.09	-2.354	-0.057	-0.03	0.306
O	-4.328	0.369	-1.763	-0.183	0.134	-0.326
O	-4.576	3.747	-1.501	-0.588	0	-0.01
O	-19.806	5.164	-6.018	-0.192	-0.021	-0.013
O	-13.678	-7.695	-6.983	0.636	-0.267	0.347
O	-3.745	-5.42	-3.177	-0.091	-0.201	0.232
O	-6.586	-9.512	-2.509	0.408	-0.163	-0.237
O	-14.545	-0.127	-1.851	0.411	-0.331	-0.225
O	-15.121	3.209	-1.808	0.224	-0.422	0.066
O	-13.008	2.715	-3.256	0.05	-0.318	-0.164
O	-15.82	-8.542	-4.215	0.107	-0.48	-0.212
O	-12.255	-6.066	-3.276	-0.069	-0.059	-0.374
O	-17.043	-5.47	-1.748	0.254	0.316	0.297
O	-11.34	-0.031	-1.29	0.09	-0.252	-0.179
O	-9.059	-0.215	-2.559	-0.086	-0.452	-0.113
O	-11.606	3.907	-1.322	-0.229	0.288	0.083
O	-11.938	-7.787	-1.332	-0.396	0.001	-0.148
O	-9.547	-7.558	-0.355	0.118	-0.247	-0.503
O	-13.377	3.478	24.938	0.17	-0.002	0.149
O	-9.776	-3.806	-0.442	-0.172	0.164	-0.506
O	-20.61	2.927	-3.964	0.194	-0.166	-0.274
O	-6.98	-7.439	-1.002	0.153	0.465	-0.156
O	-27.779	-6.158	-3.264	-0.248	-0.04	-0.486
O	-7.418	-3.802	-1.422	0.37	-0.231	-0.115
O	-5.916	-4.13	-3.44	0.234	0.2	-0.23
O	-15.171	1.399	0.259	0.029	0.259	-0.135
O	-15.239	-1.233	0.352	-0.61	-0.16	-0.014
O	-15.134	-7.147	-2.102	0.166	0.299	-0.158
O	-15.363	-3.803	1.012	0.232	-0.173	-0.506
O	-15.48	-6.317	0.268	0.26	-0.317	-0.107
O	-3.93	-1.322	0.165	0.391	-0.325	-0.034
O	-19.844	-8.183	-1.644	0.172	-0.097	-0.346
O	-4.012	-6.395	0.219	-0.303	0.263	-0.586
O	-9.951	-2.132	18.446	-0.04	-0.402	-0.133
O	-22.062	5.781	18.979	0.011	0.594	0.251
O	-8.109	-5.551	18.827	0.278	-0.014	0.25
O	-17.948	-5.771	19.918	0.199	0.266	0.003
O	-19.714	-1.706	19.054	0.19	0.521	0.257
O	-17.573	-2.507	20.305	0.179	-0.391	0.184
O	-19.015	-0.006	-4.276	-0.169	-0.136	-0.172
O	-18.3	2.248	-3.101	0.312	0.009	-0.373
O	-18.764	4.798	-3.65	0.09	0.316	0.227
O	-17.366	-7.866	-0.754	0.283	-0.514	0.407
O	-4.919	-6.78	-7.777	0.618	0.045	0.019
O	-5.102	-5.571	-5.431	0.356	0.159	-0.157
O	-7.187	-7.388	-8.989	-0.068	0.301	-0.538
O	-15.695	-1.216	-4.011	0.185	0.033	-0.436
O	-15.273	1.423	-3.771	-0.156	-0.119	-0.382
O	-15.054	3.992	-4.358	-0.016	0.381	0.058
O	-7.18	-0.128	-6.361	-0.044	-0.096	0.552
O	-21.663	4.94	23.56	0.057	0.005	-0.482
O	-16.901	-6.135	-4.398	0.44	0.401	-0.343
O	-11.258	-0.234	-3.886	-0.729	-0.14	0.099
O	-9.982	-1.989	-5.402	0.057	-0.271	-0.439
O	-10.51	2.024	-2.755	0.702	0.315	0.033
O	-11.081	4.415	-3.83	-0.372	0.092	-0.868
O	-10.844	-8.289	-3.756	0.47	0.243	-0.407
O	-10.82	-3.9	-3.743	0.219	-0.123	0.012
O	-14.006	-5.236	-6.075	-0.233	-0.257	0.431
O	-6.823	1.011	-3.108	0.172	-0.27	-0.294
O	-6.827	-1.633	-2.786	0.498	0.032	-0.119
O	-7.562	2.228	-5.32	0.224	0.62	-0.158
O	-7.164	-6.883	-6.434	-0.218	0.033	0.758
O	-10.722	-4.42	-8.415	-0.246	-0.292	-0.322
O	-8.317	-3.434	-3.964	0.025	-0.406	0.056
O	-17.105	0.034	19.719	-0.336	-0.237	0.032
O	-19.91	5.305	20.639	-0.332	-0.012	0.137
O	-13.59	-3.302	22.123	0.249	-0.174	-0.233
O	-15.777	-6.757	20.849	-0.155	-0.123	0.264
O	-15.284	-1.474	21.025	-0.145	0.293	0.432
O	-10.322	-3.852	24.976	0.085	0.13	-0.026
O	-13.354	3.701	19.57	-0.099	0.085	0.211
O	-15.23	0.909	22.842	0.18	-0.613	-0.336
O	-6.768	-2.123	-7.957	-0.344	0.028	-0.044
O	-8.98	-3.634	22.708	0.446	0.135	0.235
O	-10.649	-0.853	23.459	-0.146	-0.165	0.239
O	-8.528	-0.235	19.618	0.042	0.17	-0.18
O	-9.37	5.533	20.46	0.423	-0.449	0.349
O	-8.297	1.395	21.613	-0.185	0.254	0.941
O	-9.791	-7.334	19.803	-0.36	-0.154	-0.29
O	-9.976	-4.768	20.515	-0.294	0.008	0.503
O	-11.909	-0.424	-6.339	-0.365	0.56	0.141
O	-8.283	-2.748	20.358	0.461	-0.432	0.04
O	-5.89	1.758	20.417	0.195	-0.135	0.256
O	-10.718	-2.326	21.286	-0.266	0.074	-0.482
O	-19.792	-4.008	20.334	-0.172	0.22	0.574
O	-20.276	-6.553	20.904	-0.173	-0.357	-0.08
O	-15.372	-3.439	23.949	-0.224	0.354	-0.33
O	-19.699	-1.747	21.653	0.261	0.351	-0.123
O	-5.538	0.168	-8.35	-0.231	0.416	0.138
O	-12.929	5.028	22.722	-0.212	-0.207	0.372
O	-13.609	-0.722	-8.259	-0.797	-0.32	0.204
O	-15.679	2.192	25.098	-0.228	0.379	0.537
O	-13.317	-5.893	20.448	0.019	-0.146	0.123
O	-12.904	-4.273	24.531	0.037	-0.094	0.194
O	-14.92	5.427	-6.633	0.341	-0.147	0.171
O	-11.345	-8.557	21.538	0.273	0.046	0.325
O	-10.645	0.34	21.087	-0.648	0.349	-0.061
O	-6.56	2.93	22.637	0.347	0.068	-0.062
O	-17.299	0.208	24.532	0.203	-0.271	0.389
O	-9.195	-5.925	23.873	-0.321	-0.064	-0.213
O	-16.001	3.645	-8.943	0.226	0.376	0.177
O	-4.841	-1.336	-6.279	0.012	-0.427	0.285
O	-8.657	-8.875	-7.406	-0.232	-0.053	-0.396
O	17.896	-2.617	-6.456	0.105	-0.201	0.063
O	-18.565	-8.235	21.989	0.418	0.257	0.393
O	-19.774	-0.339	23.817	0.371	0.205	0.269
O	-14.402	-5.659	22.859	-0.083	-0.196	0.354
O	-2.472	-2.139	-5.424	-0.229	-0.187	-0.075
O	-13.929	1.31	20.428	0.326	-0.342	0.344
O	-1.148	1.142	-8.603	0.107	0.156	-0.412
O	-23.053	-3.979	24.901	-0.117	0.091	0.756
O	-9.34	-6.415	-7.839	-0.084	-0.134	-0.429
O	-13.437	-5.633	-8.602	0.021	-0.391	-0.135
O	-23.01	-8.413	24.529	-0.085	-0.175	0.771
O	-10.236	-8.302	24.163	-0.171	-0.43	-0.204
O	-21.729	-0.119	22.127	-0.467	-0.266	-0.282
O	-9.182	5.612	-2.44	-0.365	0.432	0.25
O	-9.061	5.555	-5.044	-0.025	0.286	-0.019
O	-15.449	-3.16	-5.631	-0.283	0.042	-0.41
O	-21.468	-2.371	23.472	-0.481	-0.085	-0.307
O	-15.366	3.209	21.647	0.422	0.44	-0.283
O	14.265	-1.515	-8.476	0.121	-0.026	0.422
O	-17.554	2.562	20.359	-0.545	0.21	-0.095
O	-9.408	4.052	-7.202	-0.557	-0.002	0.173
O	-13.839	-8.038	21.972	-0.396	0.021	0.621
O	-8.792	-7.883	22.126	0.53	-0.042	-0.131
O	-20.928	-7.982	23.069	-0.407	-0.026	-0.098
O	-15.468	2.821	-6.602	-0.117	-0.263	0.302
O	-7.758	3.516	-3.07	-0.384	-0.097	-0.108
O	-11.64	-6.102	-6.659	0.097	-0.296	0.355
O	-16.827	-3.626	-3.468	-0.037	-0.047	0.217
O	-9.611	-4.517	-5.998	0.33	-0.122	0.025
O	-13.023	2.398	22.601	0.419	-0.232	0.062
O	17.376	-8.624	-3.3	0.123	-0.301	-0.318
O	-17.931	-4.041	24.354	-0.14	0.162	-0.076
O	-20.452	-4.22	25.043	-0.015	-0.239	0.227
O	-18.261	-8.378	-5.009	-0.456	0.26	-0.098
O	-11.328	-1.922	-8.375	0.429	0.43	0.136
O	-17.24	4.637	-5.771	-0.225	-0.071	-0.426
O	-2.649	0.057	-6.779	0.068	0.694	0.081
O	-19.323	-5.932	23.244	0.179	0.203	-0.021
O	-8.511	-0.845	25.025	-0.175	-0.17	-0.314
O	-13.365	-8.541	-3.345	0.08	-0.328	-0.353
O	-16.276	-7.624	-6.572	-0.163	0.524	-0.504
O	1.98	-8.866	-3.078	0.179	-0.523	-0.367
O	-15.318	-8.52	-8.848	0.138	-0.03	-0.174
O	-11.014	3.608	23.795	0.218	0.397	-0.227
O	-17.608	4.692	21.905	-0.114	0.24	0.481
O	-6.423	-4.643	-7.582	-0.164	0.115	-0.209
O	-17.396	2.353	23.045	-0.521	-0.041	0.253
O	-9.736	1.405	24.441	0.088	0.036	-0.203
O	-16.444	-1.554	-8.32	0.152	-0.207	0.278
O	-5.586	-9.301	-8.222	0.191	-0.081	-0.481
O	-12.801	-0.878	21.853	-0.141	0.388	-0.035
O	-6.945	4.724	-6.464	0.068	-0.152	0.26
O	19.062	-6.052	-6.651	0.12	-0.468	0.386
O	2.508	-4.234	24.415	-0.036	-0.267	-0.264
O	-9.591	0.624	-5.766	-0.009	0.383	-0.023
O	-22.52	-7.367	-8.987	-0.559	-0.013	-0.541
O	-14.004	1.874	-8.617	0.367	0.326	0.118
O	-0.592	5.595	-2.541	-0.263	0.054	-0.435
O	13.621	0.418	24.542	0.319	-0.332	0.312
O	-21.78	-9.294	-3.035	0.492	0.07	-0.367
O	-2.155	2.334	22.764	-0.636	-0.102	0.056
O	18.262	-7.735	25.376	-0.088	-0.061	-0.512
O	22.463	3.68	24.456	-0.046	0.279	0.19
O	9.32	3.448	-7.041	0.375	-0.453	-0.173
O	9.16	-4.66	-7.797	0.165	0.128	0.117
O	-8.318	1.792	-7.817	0.476	-0.183	-0.146
O	21.178	0.526	-5.878	-0.285	0.413	0.087
O	10.465	-6.956	-7.559	0.595	0.082	0.207
O	-23.743	3.586	24.427	-0.112	0.257	-0.022
O	-28.759	-3.797	-4.011	-0.265	0.16	0.1
O	28.961	0.268	24.493	0.25	-0.405	-0.115
O	23.897	4.826	-6.475	0.146	-0.062	0.023
O	15.443	-1.426	20.955	-0.011	0.032	0.661
O	12.394	-8.008	22.009	0.352	0.119	0.269
O	14.296	-7.682	-6.757	-0.459	0.177	-0.502
O	-4.998	3.62	-8.049	-0.306	-0.301	0.002
O	17.496	-3.705	-4.004	-0.261	0.132	0.165
O	-13.383	-3.765	-4.008	-0.368	0.344	0.095
O	18.406	-6.098	-3.278	-0.288	-0.117	-0.4
O	-15.394	5.707	-1.912	0.325	0.248	-0.197
O	-5.939	-6.896	-3.309	-0.453	0.114	-0.125
O	10.368	-4.101	24.998	-0.071	0.165	0.515
O	28.796	4.054	-0.86	0.162	-0.06	0.093
O	29.198	-3.564	-3.501	0.319	0.193	0.662
O	-1.021	-7.511	-6.734	-0.486	0.355	-0.404
O	-13.048	-2.8	-6.552	0.214	-0.144	-0.072
O	13.361	4.041	-0.991	0.129	-0.358	-0.34
O	2.056	-3.847	-3.931	-0.54	0.432	0.008

Results
total energy: -418578.233 eV
total energy less fixed offsets of O -438.25, Si -107.07 eV per atom: -12.613 eV
